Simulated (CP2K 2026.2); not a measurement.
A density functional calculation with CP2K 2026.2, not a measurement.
Periodic cell of 2016 atoms, Si1440O576, from a study of silicon, its oxide and their interface. The atomic structure is a simulated model.
Doubt: the forces sum to 1.72 eV/angstrom along one axis rather than to zero, so they err by at least 0.0009 eV/angstrom per atom on average; the grid cutoff is modest.

Settings
functional: PBE
method: Gaussian and plane waves
basis set: DZVP-MOLOPT-SR-GTH
pseudopotentials: GTH-PBE
grid cutoff: 300 Ry, relative cutoff 40 Ry
k points: Gamma only
occupations: fixed
spin: none
net charge: 0

Cell vectors (angstrom)
a 65.28 0 0
b 0 16.32 0
c 4.8525 5.2723 33.4047

Atoms and the computed forces on them: element, x, y, z (angstrom), force x, y, z (eV/angstrom)
Si 1.581 -1.567 0.147 -0.269 0.111 0.788
Si 3.851 1.419 0.26 0.235 -0.083 0.679
Si 1.548 3.55 0.154 -0.09 0.325 0.721
Si 4.36 6.383 -0.098 -0.363 0.353 0.648
Si 0.994 -6.52 -0.087 0.175 -0.185 0.763
Si 3.759 -3.846 -0.052 0.302 -0.233 0.77
Si 7.073 -1.706 0.002 -0.142 0.219 0.711
Si 9.904 1.128 0.548 -0.057 -0.093 0.629
Si 6.725 4.248 0.133 0.204 -0.336 0.649
Si 9.802 6.454 0.077 -0.24 0.344 0.667
Si 6.691 9.659 -0.211 -0.202 0.148 0.733
Si -6.926 -3.971 0.152 0.066 -0.135 0.725
Si -4.322 -1.071 0.229 0.046 -0.146 0.788
Si -1.505 1.461 0.17 0.139 -0.249 0.749
Si -3.712 3.707 -0.032 -0.348 0.241 0.785
Si -1.583 6.913 0.181 0.063 -0.027 0.668
Si -3.804 -7.215 0.067 -0.121 0.172 0.815
Si -1.244 -4.304 0.035 -0.117 0.198 0.734
Si 2.702 -0.096 1.568 -0.017 -0.018 -0.038
Si 5.495 2.655 1.387 0.041 -0.03 -0.057
Si 2.705 5.322 1.241 0.02 -0.007 -0.051
Si 5.298 8.231 1.131 0.035 -0.035 -0.021
Si 2.627 -5.454 1.251 0.01 0.007 -0.075
Si 5.441 -2.816 1.291 -0.012 0.008 -0.042
Si 8.178 -0.144 1.449 -0.079 -0.011 -0.05
Si -5.411 2.684 1.289 0.013 0.007 -0.048
Si 8.213 5.43 1.448 0.01 0.013 0.021
Si -5.455 8.043 1.332 0.008 -0.013 -0.064
Si 8.118 10.85 1.282 -0.014 0.023 -0.087
Si -5.423 -2.748 1.441 -0.024 0.02 -0.06
Si -2.743 0.015 1.529 -0.01 0.007 -0.067
Si 0.001 2.572 1.559 -0.023 -0.001 -0.065
Si -2.752 5.326 1.405 -0.003 -0.02 -0.024
Si 0 8.168 1.332 -0.001 0.036 -0.055
Si -2.737 -5.537 1.343 0.013 -0.014 -0.044
Si -0.062 -2.742 1.353 0.015 -0.011 -0.057
Si 1.338 1.237 2.906 0.008 -0.002 0.024
Si 4.082 4.026 2.705 -0.026 0.038 0.021
Si 1.38 6.745 2.614 -0.007 -0.031 -0.002
Si 3.975 9.478 2.615 0.031 0.042 -0.021
Si 1.318 -4.113 2.702 -0.009 0.002 0.042
Si 4.151 -1.461 2.767 0.018 -0.004 0.022
Si 6.818 1.274 2.748 0.01 -0.004 0.022
Si 9.527 4.055 2.861 0.01 0.014 0.022
Si 6.751 6.884 2.604 -0.04 0.002 0.011
Si 9.504 9.498 2.651 0.002 0.005 0.003
Si 6.762 12.154 2.702 0.019 0.019 0.009
Si -6.807 -1.445 2.824 0.009 0.002 0.043
Si -4.105 1.405 2.808 -0.03 -0.005 0.03
Si -1.351 4.039 2.79 -0.004 0.014 0.032
Si -4.136 6.682 2.737 0.007 0.016 0.022
Si -1.362 -6.844 2.744 0.007 0.01 0.04
Si -4.067 -4.159 2.715 0.009 0.006 0.019
Si -1.385 -1.418 2.769 0.026 0.009 0.006
Si -0.045 -0.106 4.191 -0.01 0.006 0.013
Si 2.737 2.681 4.119 0.019 0.005 -0.006
Si 0.029 5.432 4.06 0.007 -0.002 0.009
Si 2.694 8.102 4.024 -0.026 0.007 0.012
Si -0.009 -5.477 4.093 -0.007 -0.008 -0.004
Si 2.722 -2.799 4.08 -0.01 -0.004 -0.022
Si 5.46 -0.061 4.122 0.01 0.006 0.012
Si 8.148 2.655 4.132 0.001 -0.011 0.007
Si 5.434 5.455 4.009 0.01 0.004 -0.02
Si 8.133 8.158 4.034 -0.001 -0.019 0.002
Si 5.38 10.796 4.025 0.007 -0.008 0.005
Si 8.127 -2.822 4.123 -0.019 0.011 -0.025
Si -5.452 -0.017 4.122 0.008 0.002 -0.008
Si -2.726 2.715 4.162 -0.008 -0.004 -0.013
Si -5.478 5.371 4.111 0.01 -0.005 0.002
Si -2.744 8.087 4.054 -0.002 0.007 -0.01
Si -5.455 -5.502 4.053 -0.021 -0.011 0.001
Si -2.728 -2.798 4.098 -0.009 -0.001 -0.003
Si 1.341 -1.398 16.324 0 0.005 -0.003
Si 4.032 1.284 16.313 -0.009 -0.008 -0.013
Si 1.318 4.032 16.305 -0.003 0.014 -0.009
Si 4.053 6.75 16.29 -0.003 0 -0.01
Si 1.342 -6.816 16.309 0.002 0 -0.004
Si 4.058 -4.126 16.324 -0.005 -0.005 -0.011
Si 6.755 -1.413 16.33 -0.008 0.003 0.001
Si -6.86 1.349 16.294 -0.008 0.012 -0.008
Si 6.802 4.023 16.349 -0.009 0.004 0.001
Si -6.812 6.796 16.305 0.006 0.002 0
Si 6.792 9.461 16.343 -0.004 0.013 -0.006
Si -6.821 -4.059 16.264 -0.004 -0.006 -0.006
Si -4.094 -1.363 16.294 0.015 0.001 -0.005
Si -1.401 1.331 16.288 -0.003 -0.004 -0.014
Si -4.081 4.073 16.285 0.022 0.008 -0.011
Si -1.378 6.778 16.283 0 -0.009 -0.006
Si -4.077 9.534 16.273 -0.003 0.01 -0.004
Si -1.396 -4.088 16.303 0 0.002 -0.002
Si 2.675 -0.046 17.722 -0.001 0.014 0.002
Si 5.419 2.62 17.637 0.009 -0.008 0.012
Si 2.68 5.407 17.634 -0.009 -0.017 0.002
Si 5.407 8.093 17.658 -0.017 -0.007 -0.024
Si 2.707 -5.477 17.688 -0.001 0.004 0.014
Si 5.397 -2.77 17.699 0.003 -0.003 0.006
Si 8.126 -0.076 17.688 -0.005 0.028 0.018
Si -5.478 2.723 17.599 0.002 -0.021 -0.019
Si 8.161 5.38 17.745 0.019 -0.026 0.01
Si -5.437 8.193 17.613 -0.004 0.001 0.003
Si 8.134 10.8 17.747 -0.025 -0.031 0.016
Si -5.446 -2.732 17.633 -0.014 0.023 -0.013
Si -2.774 0.019 17.673 0.002 0.001 0.003
Si -0.036 2.651 17.657 -0.003 -0.006 -0.011
Si -2.724 5.433 17.658 -0.014 0.001 0.025
Si -0.043 -8.165 17.638 0.008 0.005 0.006
Si -2.741 -5.441 17.678 -0.004 -0.005 0.01
Si -0.049 -2.733 17.666 -0.005 0.005 0.023
Si 1.275 1.299 19.081 -0.019 -0.004 -0.002
Si 4.017 3.971 18.93 -0.008 -0.016 -0.057
Si 1.34 6.818 18.969 0.011 0.003 -0.028
Si 4.102 -6.85 19.028 -0.004 -0.001 -0.028
Si 1.292 -4.128 19.01 -0.007 -0.002 -0.042
Si 4.026 -1.43 19.076 0.005 -0.014 -0.004
Si 6.751 1.278 19.052 -0.003 0.004 -0.03
Si -6.749 4.085 19.006 0.001 0.017 -0.004
Si 6.73 6.72 19.028 -0.02 0.027 -0.016
Si -6.777 9.601 18.94 0.026 0.009 -0.049
Si 6.755 -4.122 19.069 -0.01 0.004 -0.027
Si 9.505 -1.497 18.981 -0.004 0.007 -0.028
Si -4.207 1.363 19.006 0.009 -0.026 -0.014
Si -1.382 4.016 18.996 -0.03 0.004 -0.012
Si -4.069 6.861 18.977 0.01 0.018 -0.043
Si -1.388 -6.817 19.032 0.015 -0.01 -0.017
Si -4.116 -4.072 19.022 0 -0.014 -0.003
Si -1.385 -1.318 19.017 0.016 0.009 -0.029
Si -0.095 0.008 20.514 -0.011 -0.011 0.072
Si 2.687 2.651 20.358 0.013 -0.008 0.061
Si 0.027 5.4 20.277 0.003 0.001 0.045
Si 2.715 8.141 20.366 0 -0.006 0.034
Si -0.023 -5.514 20.407 0.012 0.009 0.063
Si 2.599 -2.757 20.396 -0.001 -0.005 0.083
Si 5.435 -0.141 20.438 0.023 0 0.045
Si 8.044 2.66 20.485 -0.033 0 0.069
Si 5.367 5.294 20.289 0.019 0.003 0.051
Si 8.046 8.07 20.411 -0.006 0.041 0.059
Si 5.408 -5.484 20.441 0.004 0.005 0.023
Si 8.21 -2.844 20.407 0.021 -0.023 0.029
Si -5.448 -0.038 20.475 0.005 0.002 0.044
Si -2.888 2.755 20.327 0.019 0.031 0.047
Si -5.444 5.537 20.327 -0.004 0.01 0.09
Si -2.741 -8.122 20.424 -0.009 0.007 0.045
Si -5.471 -5.394 20.407 -0.02 -0.011 0.048
Si -2.768 -2.682 20.323 0.002 0.02 0.058
Si 0.979 -1.706 21.77 0.187 0.296 -0.798
Si 4.196 1.416 21.67 -0.136 -0.184 -0.69
Si 1.654 4.35 21.603 -0.113 -0.125 -0.753
Si 3.891 6.52 21.576 0.035 0.199 -0.711
Si 1.59 -6.638 21.739 -0.241 -0.166 -0.714
Si 3.74 -4.358 21.654 0.125 0.123 -0.766
Si 7.046 -1.323 21.748 -0.208 -0.096 -0.664
Si -6.978 1.099 21.864 0.194 0.188 -0.69
Si 6.322 3.724 21.748 0.359 0.124 -0.778
Si -6.573 7.156 21.601 -0.027 -0.114 -0.754
Si 7.061 -6.573 21.738 -0.198 -0.038 -0.767
Si 9.317 -4.375 21.851 0.246 0.077 -0.637
Si -3.85 -1.188 21.789 -0.189 -0.118 -0.754
Si -1.811 1.198 21.664 0.195 0.012 -0.644
Si -3.852 4.478 21.655 -0.156 -0.23 -0.761
Si -1.5 6.565 21.581 0.102 0.265 -0.703
Si -4.347 -6.96 21.752 0.252 0.138 -0.75
Si -1.258 -3.904 21.575 -0.068 -0.25 -0.763
Si -1.86 -8.004 -5.773 -0.052 -0.032 -0.059
Si -3.143 6.471 -4.075 -0.072 0.048 -0.005
Si -5.762 1.645 24.8 -0.038 0.071 -0.235
Si -7.561 -0.058 -6.558 0.067 0.041 -0.001
Si 5.221 -2.673 23.9 0.115 0.036 -0.134
Si 4.545 -6.469 -5.129 0.034 0.032 0.043
Si 5.842 0.363 -1.702 -0.048 -0.203 0.004
Si -10.04 -1.766 -3.108 0.096 0.04 0.086
Si 9.627 2.113 24.402 -0.062 0.019 -0.199
Si -8.114 -7.695 -2.265 0.057 -0.043 0.099
Si -5.609 -5.832 -2.058 -0.14 -0.044 0.197
Si 6.919 6.828 26.183 0.033 -0.046 -0.027
Si 1.332 4.033 -2.728 -0.071 -0.063 0.096
Si 0.633 -3.517 -6.913 -0.083 -0.008 -0.063
Si -12.202 -7.223 -7.177 0.124 -0.121 -0.092
Si 5.82 -2.807 -4.763 0.072 -0.001 0.103
Si -6.173 -6.829 -6.919 0.054 0.052 -0.123
Si -0.717 -5.367 -4.814 -0.017 -0.155 0.031
Si -4.76 4.522 24.658 0.006 0.068 -0.143
Si 5.274 -4.954 -2.536 0.07 -0.016 0.064
Si -0.273 -7.966 23.778 0.074 -0.074 -0.063
Si -1.514 -1.401 -6.914 -0.056 0.035 0.004
Si 0.996 -0.548 24.598 -0.032 -0.127 0.052
Si 5.868 0.172 -4.702 -0.018 -0.081 -0.014
Si 0.148 6.519 26.117 -0.106 -0.059 -0.013
Si 0.832 -7.376 -2.996 0.069 -0.012 0.094
Si 6.184 4.536 -4.635 0.055 -0.045 0.014
Si -6.351 6.369 -7 -0.004 0.002 -0.088
Si -5.099 5.161 -2.246 -0.021 0.043 0.078
Si -3.288 0.583 25.871 0.004 -0.043 0.027
Si 7.761 6.988 -4.806 0.055 -0.043 0.07
Si -5.55 -2.667 24.021 0.02 0.013 -0.146
Si 5.346 -8.118 23.81 0.012 -0.037 -0.123
Si -0.587 6.282 -2.604 0.079 -0.014 0.113
Si -0.128 -0.255 -2.085 -0.11 0.055 0.134
Si 1.079 4.006 24.581 0.058 0.031 -0.059
Si -2.894 -3.233 -4.733 0.067 0.035 -0.119
Si -3.401 6.27 -7.03 0.031 0.092 0.142
Si -5.394 -4.669 -4.77 -0.064 -0.019 -0.063
Si -8.991 1.892 -1.539 -0.146 -0.001 0.175
Si 2.87 7.399 -4.9 -0.11 0.122 0.096
Si -2.472 -2.318 -2.021 0.128 -0.015 0.166
Si 0.407 1.566 -4.493 -0.003 0.033 -0.006
Si 12.52 -5.51 24.046 -0.044 -0.087 -0.071
Si -1.963 1.618 -6.223 -0.082 -0.006 -0.029
Si 10.815 -7.845 23.983 0.069 -0.07 0.052
Si 3.694 -6.693 25.661 0.02 0.017 0.133
Si -2.493 -5.684 23.789 -0.041 -0.032 -0.106
Si -0.89 1.908 24.393 -0.048 0.012 -0.105
Si -8.886 2.108 -4.67 0.037 0.019 0.09
Si -7.109 4.607 -4.463 0.001 0.02 -0.034
Si -7.257 6.465 24.521 -0.036 -0.07 -0.043
Si 3.984 5.353 -2.884 0.082 0.149 0.183
Si 3.798 0.088 24.46 -0.004 0.109 -0.094
Si 1.371 -1.448 5.477 0.004 -0.007 0.004
Si 4.089 1.31 5.463 -0.008 -0.01 0.01
Si 1.364 4.056 5.44 -0.003 0.009 0.009
Si 4.073 6.773 5.404 -0.007 -0.012 0.014
Si 1.353 9.462 5.418 0.008 -0.011 0.005
Si 4.065 12.158 5.433 0.009 0.002 0.012
Si 6.805 -1.425 5.477 -0.008 0.001 0.008
Si 9.519 1.315 5.499 0.003 0.013 0.016
Si 6.772 4.071 5.414 0.005 0.002 -0.01
Si -6.837 6.764 5.428 0.002 0.005 0.003
Si 6.772 9.485 5.414 -0.004 0.008 -0.001
Si -6.813 -4.15 5.434 0.003 -0.002 0.008
Si -4.085 -1.406 5.44 -0.008 -0.002 0.006
Si -1.387 1.312 5.493 -0.007 -0.001 0.013
Si -4.096 4.063 5.492 0.006 -0.004 0.012
Si -1.357 6.766 5.425 -0.008 -0.013 0
Si -4.095 -6.86 5.417 0.008 0.008 -0.008
Si -1.363 -4.133 5.463 0.011 0.007 0.002
Si 2.716 -0.05 6.812 -0.002 0.007 0.001
Si 5.436 2.698 6.801 -0.001 0 -0.01
Si 2.723 5.416 6.791 0 0.007 -0.004
Si 5.429 8.117 6.784 0.004 -0.006 0
Si 2.712 10.808 6.8 -0.003 -0.009 -0.006
Si 5.418 -2.786 6.803 0.011 -0.003 -0.005
Si 8.157 -0.056 6.838 0.005 0 -0.005
Si -5.436 2.695 6.848 0.003 -0.006 0.002
Si -8.204 5.411 6.769 0.011 0.009 -0.013
Si -5.463 -8.2 6.783 -0.005 -0.003 0
Si -8.188 -5.483 6.784 -0.004 0 0.001
Si -5.459 -2.764 6.783 -0.004 0.006 -0.001
Si -2.744 -0.053 6.829 0 0.006 -0.002
Si -0.002 2.692 6.803 -0.001 0.003 -0.003
Si -2.715 5.424 6.811 -0.009 0.004 0.001
Si -0.009 8.123 6.794 -0.005 0.017 -0.01
Si -2.741 -5.495 6.791 0 -0.002 -0.001
Si -0.001 -2.787 6.83 0.002 -0.007 -0.001
Si 1.352 1.322 8.159 0.001 0.001 -0.003
Si 4.069 4.048 8.159 -0.003 -0.005 0
Si 1.356 6.766 8.155 -0.001 -0.002 -0.007
Si 4.077 9.465 8.163 0.006 0.007 -0.006
Si 1.359 -4.149 8.171 -0.002 0.003 -0.001
Si 4.07 -1.415 8.166 -0.006 0.002 -0.009
Si 6.789 1.326 8.166 0.007 0.004 -0.002
Si -6.831 4.069 8.148 -0.003 -0.013 -0.006
Si 6.779 6.76 8.163 -0.008 0.001 -0.005
Si -6.822 -6.836 8.142 -0.007 -0.005 -0.006
Si 6.785 -4.13 8.169 0 0.004 -0.001
Si -6.813 -1.392 8.144 0.008 0.007 -0.002
Si -4.088 1.321 8.187 -0.006 0.004 0.004
Si -1.363 4.049 8.164 -0.006 -0.004 -0.008
Si -4.093 6.779 8.153 0.015 0.007 -0.006
Si -1.371 -6.839 8.154 0.001 -0.007 -0.003
Si -4.096 -4.119 8.144 0.002 0.004 -0.008
Si -1.366 -1.408 8.168 0.007 0.009 -0.006
Si -0.012 -0.036 9.517 -0.007 0.005 0.002
Si 2.71 2.683 9.516 -0.001 0.007 0
Si -0.003 5.409 9.519 -0.003 0 0.002
Si 2.713 8.116 9.525 0.002 0.002 -0.002
Si -0.013 -5.489 9.525 0.001 -0.003 0.001
Si 2.711 -2.772 9.524 0.003 0.004 -0.001
Si 5.425 -0.043 9.519 -0.012 -0.006 -0.007
Si -8.184 2.706 9.502 0 0.001 0.001
Si 5.426 5.4 9.527 0.001 0.001 0
Si -8.183 -8.185 9.501 0.01 -0.01 -0.001
Si 5.429 -5.492 9.528 -0.002 -0.004 -0.002
Si -8.183 -2.742 9.495 -0.008 0.001 -0.002
Si -5.465 -0.033 9.52 0.005 0.004 -0.001
Si -2.724 2.691 9.523 0.005 -0.01 0.003
Si -5.462 5.422 9.504 -0.002 0.003 -0.006
Si -2.735 -8.186 9.514 -0.005 0.005 0
Si -5.463 -5.468 9.5 -0.003 0.001 0
Si -2.738 -2.762 9.513 0.004 -0.003 -0.002
Si 1.347 -1.401 10.87 -0.002 0.001 -0.004
Si 4.062 1.316 10.876 -0.005 0.005 -0.001
Si 1.355 4.044 10.878 0.003 -0.013 0
Si 4.069 6.757 10.889 -0.005 -0.01 -0.001
Si 1.353 9.477 10.882 0 -0.002 -0.002
Si 4.071 -4.13 10.885 0.006 0 -0.001
Si 6.78 -1.406 10.88 0.006 0.021 -0.01
Si -6.825 1.345 10.86 -0.005 -0.002 0.002
Si -9.541 4.073 10.854 0 0.003 -0.003
Si -6.819 -9.536 10.861 0.001 0 -0.002
Si -9.539 -6.816 10.857 0.003 0.005 0.002
Si -6.822 -4.1 10.855 0.005 0.002 -0.005
Si -4.095 -1.39 10.867 -0.007 0.007 -0.002
Si -1.37 1.326 10.877 0.002 0.012 0.003
Si -4.099 4.058 10.86 0.001 -0.006 -0.005
Si -1.373 6.772 10.868 -0.009 0.004 -0.002
Si -4.096 -6.819 10.863 0.012 -0.003 0
Si -1.373 -4.116 10.87 0.008 -0.002 0.001
Si 2.701 -0.043 12.235 -0.001 -0.001 0.003
Si 5.418 2.674 12.24 0.004 -0.005 -0.002
Si 2.713 5.396 12.249 0.001 0.007 0.001
Si 5.426 8.114 12.253 -0.001 -0.004 -0.001
Si 2.707 10.84 12.246 -0.003 0.002 0.005
Si 5.431 -2.774 12.245 -0.006 0.007 -0.002
Si 8.129 -0.046 12.244 -0.011 -0.018 -0.003
Si -5.46 2.701 12.217 0.002 0.002 0
Si -8.178 5.427 12.218 0.005 -0.005 0.001
Si -5.458 -8.175 12.216 -0.007 -0.001 0.003
Si -8.179 -5.455 12.216 -0.005 -0.005 0.002
Si -5.467 -2.737 12.216 0.005 -0.004 0.003
Si -2.74 -0.028 12.231 0.003 -0.001 0.008
Si -0.01 2.684 12.229 -0.004 0.005 0.003
Si -2.742 5.419 12.219 0.003 -0.004 -0.002
Si -0.014 8.125 12.233 0.007 -0.005 0.003
Si -2.737 -5.464 12.228 -0.008 0.005 0.007
Si -0.015 -2.755 12.227 -0.002 0.009 0.002
Si 1.339 1.319 13.593 -0.006 0.008 0.006
Si 4.07 4.03 13.612 -0.002 -0.006 0
Si 1.342 6.761 13.591 0 -0.006 0.002
Si 4.066 9.48 13.607 0.001 0.005 0
Si 1.342 -4.109 13.593 -0.001 0.005 0.002
Si 4.057 -1.415 13.587 0.002 0.005 0.001
Si 6.765 1.31 13.605 -0.013 0.008 0.001
Si -6.813 4.069 13.574 0 -0.002 0.005
Si 6.786 6.751 13.612 0.006 -0.009 0.005
Si -6.814 -6.812 13.573 0.014 0 0.004
Si 6.785 -4.131 13.623 0.002 -0.013 0.003
Si 9.47 -1.409 13.615 -0.013 0.029 0
Si -4.107 1.341 13.581 0.001 0.006 0.011
Si -1.378 4.055 13.567 -0.002 -0.005 -0.002
Si -4.1 6.787 13.576 0.002 0.004 0.001
Si -1.369 9.5 13.583 0.005 -0.005 -0.002
Si -4.101 -4.09 13.57 -0.006 0.004 -0.001
Si -1.373 -1.39 13.582 0.007 -0.006 -0.001
Si -0.021 -0.04 14.955 -0.009 -0.001 0.007
Si 2.694 2.672 14.959 0.003 -0.008 0.007
Si -0.025 5.401 14.938 -0.003 -0.004 -0.001
Si 2.692 8.126 14.951 -0.001 -0.009 0.004
Si -0.022 -5.455 14.954 0.003 0.005 0.009
Si 2.702 -2.76 14.962 0.002 0.001 0.004
Si 5.402 -0.064 14.954 -0.001 0.004 0.002
Si 8.128 2.67 14.958 0.016 0.002 0.007
Si 5.44 5.383 14.974 0 0.005 0
Si 8.145 8.1 14.984 0.006 0.003 0.001
Si 5.428 10.828 14.98 -0.003 -0.006 0.005
Si 8.141 -2.784 15.001 -0.001 0.002 0.011
Si -5.474 -0.009 14.946 -0.009 -0.008 0.011
Si -2.736 2.705 14.924 0.009 0.009 -0.001
Si -5.457 5.431 14.939 -0.003 -0.009 0.008
Si -2.734 8.145 14.929 0.004 0.005 0.006
Si -5.458 -5.44 14.926 0.005 0.004 0.004
Si -2.746 -2.733 14.934 -0.001 0.004 0.001
Si 18.162 -1.91 -0.002 -0.131 0.251 0.787
Si 20.092 1.677 -0.008 0.197 -0.169 0.692
Si 17.93 3.974 0.159 -0.245 -0.001 0.709
Si 20.683 6.655 0.285 -0.211 0.106 0.702
Si 17.52 -6.436 -0.103 0.203 -0.268 0.706
Si 20.367 -3.991 0.523 -0.037 0.052 0.511
Si 23.476 -1.565 0.133 -0.344 0.197 0.733
Si 25.983 0.958 0.024 -0.08 0.338 0.682
Si 22.865 4.389 0.208 0.173 -0.19 0.696
Si 25.746 6.837 -0.15 0.059 0.005 0.679
Si 22.411 10.013 0.076 0.34 -0.145 0.733
Si 9.312 12.451 0.037 0.094 -0.151 0.776
Si 12.022 -1.049 0.292 0.071 -0.197 0.727
Si 14.855 1.245 -0.073 -0.065 0.3 0.706
Si 12.076 4.297 0.313 0.152 -0.231 0.753
Si 14.719 7.029 0.092 0.217 -0.072 0.755
Si 12.52 9.242 0.096 -0.157 0.112 0.758
Si 15.217 -4.339 0.203 -0.052 0.113 0.743
Si 19.045 -0.048 1.234 -0.016 0.001 -0.027
Si 21.726 2.717 1.373 -0.004 -0.018 -0.079
Si 19.095 5.457 1.512 0.002 -0.027 -0.045
Si 21.734 8.283 1.568 0.044 -0.011 -0.031
Si 18.951 -5.474 1.559 -0.042 -0.045 -0.049
Si 21.842 -2.56 1.517 0.031 0.03 -0.041
Si 24.551 -0.064 1.545 0.006 -0.008 -0.052
Si 11.08 2.703 1.733 0.007 0.026 -0.007
Si 24.54 5.493 1.395 0.02 0.028 -0.039
Si 10.898 8.109 1.36 0.005 -0.006 -0.041
Si 24.365 -5.455 1.185 -0.017 -0.009 -0.046
Si 10.872 -2.753 1.405 -0.025 0.002 -0.04
Si 13.633 0.047 1.553 -0.018 0.012 -0.074
Si 16.206 2.756 1.238 0.054 -0.024 -0.028
Si 13.623 5.516 1.519 0.013 0.021 -0.041
Si 16.407 8.207 1.243 -0.026 -0.001 -0.037
Si 13.644 -5.519 1.447 0.007 -0.024 -0.05
Si 16.445 -2.775 1.422 0.017 0.028 -0.06
Si 17.61 1.317 2.596 0.021 0.043 0.027
Si 20.447 4.07 2.827 0.022 -0.006 0.038
Si 17.681 6.851 2.73 -0.022 0.008 0.008
Si 20.315 9.511 2.913 -0.016 -0.004 0.02
Si 17.661 -4.093 2.913 -0.007 -0.018 0.027
Si 20.421 -1.221 2.779 -0.022 0.016 0.003
Si 23.122 1.374 2.734 -0.017 0.011 -0.009
Si 25.869 4.061 2.673 0.008 0.008 0.014
Si 23.206 6.892 2.774 0.011 -0.029 0.014
Si 25.814 -6.779 2.55 -0.003 -0.004 0.008
Si 23.166 -4.073 2.737 0.024 0.006 0.027
Si 9.526 -1.456 2.843 0.031 -0.002 0.017
Si 12.399 1.356 3.034 0.003 -0.02 0.033
Si 14.988 4.084 2.764 0.007 -0.045 -0.007
Si 12.212 6.818 2.843 0 0.029 0.042
Si 15.039 -6.853 2.77 0.029 -0.006 0.025
Si 12.253 -4.123 2.726 0.001 0.003 0
Si 15.039 -1.397 2.743 -0.011 -0.023 0.032
Si 16.357 -0.005 4.102 0.01 0.024 -0.011
Si 19.006 2.67 4.049 -0.038 -0.017 -0.032
Si 16.35 5.452 4.095 -0.014 0.027 0.016
Si 18.995 8.126 4.209 -0.019 0.026 0.019
Si 16.302 -5.475 4.206 0.003 -0.023 -0.006
Si 19.097 -2.676 4.129 -0.003 -0.007 -0.028
Si 21.781 0.066 4.156 0.013 -0.014 0.022
Si 24.5 2.74 4.068 0.016 -0.005 0.011
Si 21.827 5.476 4.113 -0.006 0.007 -0.025
Si 24.565 -8.092 4.088 0 0.004 0.013
Si 21.77 -5.401 4.121 0.007 0.001 -0.027
Si 24.518 -2.762 4.139 0.001 0.008 0.01
Si 10.899 -0.058 4.185 -0.015 0.02 -0.032
Si 13.723 2.77 4.265 -0.002 0.009 0.021
Si 10.875 5.435 4.188 0.01 -0.02 -0.002
Si 13.633 8.149 4.144 0.021 0 -0.001
Si 10.869 -5.481 4.06 -0.008 -0.018 -0.005
Si 13.626 -2.758 4.081 0.019 0.016 0.005
Si 17.68 -1.416 16.307 0 -0.001 -0.016
Si 20.437 1.335 16.306 0.001 0.007 0.01
Si 17.679 4.078 16.269 0.002 0.001 -0.01
Si 20.45 6.77 16.319 -0.001 0.005 0.001
Si 17.695 -6.868 16.278 0.005 0.004 -0.005
Si 20.409 -4.111 16.298 -0.023 -0.004 -0.012
Si 23.179 -1.325 16.3 0.007 -0.005 -0.008
Si 9.466 1.331 16.35 -0.006 -0.007 0.001
Si 23.17 4.093 16.36 0.003 -0.001 0.006
Si 9.501 6.734 16.348 -0.01 0.003 0.007
Si 23.185 -6.78 16.371 -0.007 0.015 -0.001
Si 9.497 -4.174 16.364 0.021 0.001 -0.005
Si 12.152 -1.452 16.294 0.004 0.008 -0.004
Si 14.914 1.288 16.288 0.001 -0.013 0.002
Si 12.196 4.043 16.337 -0.009 -0.006 -0.008
Si 14.921 6.774 16.342 -0.005 -0.011 -0.003
Si 12.228 -6.856 16.348 0.012 0 -0.008
Si 14.92 -4.175 16.287 -0.002 0.001 0
Si 19.068 -0.048 17.639 0.019 -0.008 -0.008
Si 21.817 2.675 17.673 0.007 0.008 0.002
Si 19.056 5.407 17.64 0.011 -0.013 0.023
Si 21.845 8.108 17.679 0.016 -0.013 -0.028
Si 19.058 -5.526 17.627 0.011 0.025 -0.004
Si 21.783 -2.701 17.581 0.009 0.006 -0.016
Si 24.549 0.005 17.696 0.004 -0.008 0.003
Si 10.773 2.756 17.714 -0.004 0.027 -0.015
Si 24.521 5.471 17.745 -0.02 -0.005 -0.012
Si 10.864 8.099 17.693 0.014 0.023 0.012
Si 24.535 -5.398 17.76 -0.008 -0.01 0.008
Si 10.905 -2.875 17.728 0.033 -0.021 0.004
Si 13.464 -0.046 17.606 0.014 0.007 0.004
Si 16.295 2.695 17.563 0.003 0.009 -0.015
Si 13.565 5.384 17.7 0.019 0.003 0
Si 16.326 -8.19 17.663 0.008 -0.016 -0.019
Si 13.588 -5.507 17.725 -0.004 0.031 0.01
Si 16.288 -2.822 17.597 0.022 0 0.014
Si 17.643 1.333 18.879 0.003 0.044 -0.03
Si 20.413 4.02 18.975 0.002 -0.009 -0.029
Si 17.654 6.729 18.991 0.003 -0.022 -0.009
Si 20.447 -6.883 18.972 -0.023 0.011 -0.011
Si 17.669 -4.183 18.952 -0.024 -0.018 -0.047
Si 20.458 -1.407 18.99 -0.013 0.009 -0.01
Si 23.202 1.338 19.06 -0.003 -0.002 -0.025
Si 9.491 4.097 19.236 0.024 0.001 -0.005
Si 23.184 6.817 19.147 -0.015 0.011 -0.004
Si 9.499 9.4 19.101 0.021 -0.014 -0.016
Si 23.101 -3.979 19.002 0.027 0.013 -0.013
Si 25.867 -1.348 19.118 -0.02 -0.013 -0.003
Si 12.133 1.371 18.981 0.005 -0.016 -0.029
Si 14.95 3.975 18.988 0.002 -0.015 -0.034
Si 12.204 6.747 19.073 -0.032 0.005 -0.029
Si 15.033 -6.797 19.057 0.036 0.023 -0.01
Si 12.217 -4.265 19.2 -0.054 0.012 -0.008
Si 14.769 -1.536 18.841 -0.046 -0.053 -0.053
Si 16.12 -0.058 19.95 -0.024 0.035 0.011
Si 19.036 2.593 20.283 0.016 -0.005 0.05
Si 16.382 5.248 20.341 0.02 0.009 0.048
Si 19.043 8.088 20.305 0.001 0.015 0.033
Si 16.359 -5.44 20.486 -0.004 0.013 0.06
Si 19.076 -2.826 20.23 0.02 -0.031 0.057
Si 21.822 -0.085 20.382 0.037 -0.011 0.029
Si 24.552 2.724 20.466 0.011 -0.002 0.013
Si 21.771 5.371 20.378 0.007 -0.012 0.051
Si 24.568 8.189 20.547 -0.003 -0.023 0.054
Si 21.777 -5.433 20.262 -0.022 -0.01 0.036
Si 24.385 -2.645 20.479 -0.021 0.037 0.024
Si 10.799 -0.06 20.273 0 0.014 0.044
Si 13.497 2.716 20.354 -0.018 0.014 0.048
Si 10.85 5.558 20.637 -0.086 -0.018 0.056
Si 13.76 8.018 20.294 0.032 -0.047 0.044
Si 10.878 10.608 20.599 0.041 -0.001 0.049
Si 13.601 -2.835 20.485 0.024 -0.018 0.057
Si 17.438 -1.482 21.135 0.03 -0.157 -0.595
Si 20.625 1.474 21.572 -0.266 -0.236 -0.746
Si 17.962 4.102 21.67 -0.206 -0.143 -0.681
Si 20.085 6.44 21.582 0.193 0.091 -0.772
Si 17.976 -6.669 21.676 -0.219 -0.109 -0.751
Si 20.158 -4.41 21.604 0.105 0.151 -0.701
Si 23.312 -1.046 21.941 -0.232 -0.364 -0.646
Si 9.189 0.963 21.629 0.022 0.13 -0.738
Si 22.834 3.714 21.674 0.261 0.332 -0.754
Si 9.283 6.854 22.001 0.196 -0.079 -0.716
Si 23.345 -6.453 21.667 0.023 -0.138 -0.63
Si 25.571 -4.225 21.682 0.103 0.035 -0.603
Si 12.374 -1.163 21.58 -0.082 -0.247 -0.706
Si 14.637 0.987 21.414 0.044 0.135 -0.743
Si 12.54 4.375 21.789 -0.215 -0.195 -0.692
Si 14.896 6.457 21.622 0.159 0.114 -0.741
Si 12.459 9.17 21.778 -0.213 -0.018 -0.637
Si 15.388 -3.718 21.838 -0.28 -0.241 -0.708
Si 14.728 -1.01 26.045 0.017 -0.002 0.078
Si 16.433 5.584 -2.092 -0.017 0.019 0.049
Si 3.596 -4.165 -6.632 -0.047 -0.033 0.084
Si 8.068 -1.249 -5.971 -0.106 -0.06 0.016
Si 21.103 -4.135 24.527 -0.053 0.009 -0.155
Si 17.245 -7.032 -5.631 0.077 0.048 -0.106
Si 22.222 3.586 -4.377 -0.031 -0.003 0.063
Si 10.882 -0.229 -5.366 -0.009 0.098 0.019
Si 15.839 -0.28 -7.087 -0.078 0.056 0.021
Si 8.52 8.091 -2.021 0.114 -0.074 -0.05
Si 10.596 -5.819 -2.036 0.04 -0.049 0.178
Si 28.284 3.512 24.442 0.139 -0.02 0.061
Si 25.134 -6.192 25.482 0.161 0.006 -0.055
Si 23.162 -2.008 24.889 -0.074 0.174 -0.079
Si 0.566 6.72 -6.81 -0.174 -0.034 -0.108
Si 20.883 -1.372 -4.561 0.178 0.006 0.127
Si 7.024 -7.055 -6.761 -0.038 -0.067 -0.056
Si 14.374 -5.793 -6.003 0.081 0.111 -0.016
Si 4.898 2.461 -6.615 0.126 -0.012 -0.051
Si 20.701 5.969 -5.149 0.061 -0.064 -0.096
Si 16.543 7.954 23.91 0.084 0.011 -0.058
Si 14.592 -2.782 -6.72 -0.011 -0.277 -0.007
Si 18.734 -2.448 25.137 -0.045 0.008 -0.045
Si 27.478 -7.927 24.149 0.023 -0.017 0.002
Si 13.944 2.605 -4.861 0.043 -0.087 -0.047
Si 17.78 6.489 -4.538 -0.062 0.018 0.04
Si 27.201 1.756 -6.063 0.023 0.01 -0.102
Si 14.912 -6.369 25.753 0.064 0.089 -0.121
Si 12.804 2.569 -2.08 0.089 -0.163 0.103
Si 12.353 3.136 24.661 0.136 0.133 -0.153
Si 18.926 -6.408 -2.977 -0.119 -0.134 0.184
Si 11.139 -2.845 23.885 -0.129 -0.026 -0.114
Si 21.649 6.785 24.144 0.022 -0.073 -0.003
Si 16.408 1.08 -4.492 -0.106 0.038 0.045
Si 16.362 -0.651 -1.991 -0.094 -0.004 0.065
Si 17.469 2.495 24.408 0.127 -0.043 -0.2
Si 12.578 -2.476 -4.514 -0.11 -0.005 -0.039
Si 22.226 -6.872 24.534 0.042 0.109 -0.109
Si 11.645 -5.144 -4.951 0.032 -0.068 -0.14
Si 10.194 2.105 -3.399 0.12 -0.044 0.109
Si 22.485 -8.167 -6.421 -0.033 0.084 -0.05
Si 13.847 -2.428 -1.875 0.128 0.049 0.158
Si 16.34 3.954 -4.538 0.05 0.06 0.047
Si 21.261 1.237 -2.925 -0.036 -0.001 0.096
Si 23.044 1.806 -6.629 0.184 -0.035 -0.021
Si 25.917 4.759 26.034 0.131 0.018 -0.125
Si 12.898 1.062 -7.149 0.058 0.006 -0.007
Si 15.876 -3.698 24.861 0.012 0.025 -0.15
Si 14.945 1.483 24.3 -0.058 0.074 -0.055
Si 8.061 2.315 -1.464 0.007 0.112 -0.11
Si 9.174 4.409 -4.809 -0.126 0.105 0.05
Si 7.897 4.782 24.058 0.007 0.103 -0.048
Si 25.394 7.231 -6.247 0.154 0.028 -0.008
Si 18.874 0.025 23.383 0.057 0.041 0.044
Si 17.714 -1.344 5.484 -0.01 -0.017 -0.001
Si 20.387 1.39 5.484 -0.002 0.022 0.003
Si 17.704 4.064 5.444 0.005 -0.009 0.002
Si 20.428 6.781 5.491 0.009 -0.001 -0.004
Si 17.673 9.506 5.553 -0.011 -0.008 0.021
Si 20.442 -4.04 5.493 -0.013 -0.005 0.022
Si 23.149 -1.353 5.458 -0.016 -0.008 0.001
Si 25.847 1.369 5.441 -0.013 0.004 0.004
Si 23.169 4.103 5.463 0.003 0.006 0
Si 9.478 6.809 5.46 -0.004 0.001 -0.001
Si 23.159 -6.769 5.448 0 -0.007 -0.003
Si 9.512 -4.157 5.462 0.016 0.014 0.006
Si 12.274 -1.422 5.491 0.003 -0.01 -0.002
Si 15.045 1.337 5.536 0.01 0.013 0.01
Si 12.257 4.086 5.537 -0.004 0.006 0.013
Si 14.974 6.77 5.49 0.002 -0.01 0.01
Si 12.24 -6.807 5.459 0.002 0.008 -0.003
Si 14.937 -4.099 5.508 -0.008 0.004 0.006
Si 19.067 0.004 6.857 0.004 0.004 -0.008
Si 21.779 2.749 6.818 -0.017 0.014 -0.009
Si 19.069 5.408 6.83 0.001 -0.01 -0.004
Si 21.797 -8.144 6.81 -0.008 0.003 -0.006
Si 19.072 -5.425 6.84 0.003 -0.005 -0.003
Si 21.803 -2.697 6.85 -0.002 0 -0.009
Si 24.499 0.016 6.818 0.008 -0.007 0.001
Si 10.884 2.686 6.844 0.004 -0.005 0.006
Si 8.137 5.409 6.799 -0.002 0.006 0.003
Si 10.867 8.149 6.813 0.002 -0.005 -0.004
Si 8.134 -5.498 6.808 -0.005 0.001 -0.005
Si 10.88 -2.782 6.82 -0.002 0.002 -0.008
Si 13.626 -0.033 6.839 -0.002 0.011 -0.005
Si 16.38 2.718 6.867 -0.005 -0.018 -0.002
Si 13.616 5.437 6.877 0.001 -0.01 -0.002
Si 16.316 8.128 6.873 -0.001 0.011 -0.001
Si 13.576 -5.458 6.855 -0.008 0.012 -0.002
Si 16.334 -2.723 6.827 0.003 -0.001 -0.01
Si 17.717 1.353 8.228 0.015 0.031 0.006
Si 20.43 4.08 8.206 0.003 0.001 0.011
Si 17.703 6.767 8.196 -0.017 -0.001 -0.006
Si 20.437 -6.795 8.183 0.009 0.009 -0.004
Si 17.695 -4.081 8.192 0.001 0.006 -0.005
Si 20.432 -1.354 8.208 0.004 -0.006 0.001
Si 23.138 1.377 8.176 -0.01 -0.013 -0.01
Si 9.503 4.053 8.17 0.012 -0.006 -0.005
Si 23.156 6.821 8.174 -0.007 -0.004 -0.002
Si 9.499 9.483 8.182 -0.002 0.005 -0.003
Si 23.163 -4.068 8.193 0 0.011 0.002
Si 9.523 -1.415 8.181 0.006 0.01 0.006
Si 12.248 1.321 8.191 -0.011 0.001 0.005
Si 14.978 4.055 8.209 0 -0.004 -0.004
Si 12.226 6.794 8.193 0.008 -0.009 -0.004
Si 14.948 -6.822 8.204 -0.009 -0.023 -0.001
Si 12.22 -4.115 8.213 -0.006 -0.01 0.002
Si 14.975 -1.384 8.207 0.001 0.003 -0.005
Si 16.331 -0.015 9.562 0.007 0.008 -0.007
Si 19.077 2.714 9.572 0.008 -0.028 0.002
Si 16.339 5.414 9.561 0.004 -0.012 -0.008
Si 19.069 -8.171 9.532 0.008 -0.007 -0.006
Si 16.329 -5.456 9.54 -0.001 0.003 -0.012
Si 19.062 -2.725 9.551 -0.002 0.004 -0.007
Si 21.797 0.011 9.554 -0.014 0.005 0.001
Si 8.147 2.682 9.529 0.003 0.001 -0.001
Si 21.796 5.458 9.538 -0.009 0.003 0
Si 8.141 8.114 9.53 0.01 -0.015 -0.002
Si 21.797 -5.436 9.545 0.004 -0.006 -0.001
Si 8.146 -2.77 9.531 -0.001 -0.003 -0.002
Si 10.877 -0.045 9.539 0.009 -0.003 0.005
Si 13.605 2.686 9.55 0.01 0 -0.001
Si 10.866 5.409 9.531 -0.005 0.002 0.003
Si 13.588 -8.181 9.559 -0.014 0.018 0.001
Si 10.852 -5.479 9.552 0.002 0.014 0.003
Si 13.596 -2.749 9.551 -0.005 0.003 -0.005
Si 17.694 -1.378 10.912 0.007 -0.005 -0.001
Si 20.435 1.354 10.92 -0.002 0.013 0.009
Si 17.696 4.058 10.922 0.004 0.004 -0.003
Si 20.429 -9.52 10.902 0.005 0.003 0.003
Si 17.698 -6.818 10.889 -0.009 0.001 -0.005
Si 20.427 -4.088 10.903 -0.004 0.003 0.002
Si 23.161 -1.347 10.913 0.003 0 0.004
Si 9.502 1.314 10.888 0.002 0 0.005
Si 6.783 4.037 10.888 -0.003 0 0
Si 9.501 6.757 10.892 0.002 -0.004 0.001
Si 6.787 -6.847 10.895 0.001 0.004 -0.001
Si 9.494 -4.123 10.908 -0.004 -0.003 0.006
Si 12.228 -1.399 10.91 0.002 0.007 0.005
Si 14.958 1.333 10.92 -0.009 -0.005 0
Si 12.226 4.044 10.892 0.006 -0.007 0.002
Si 14.958 6.768 10.9 0.006 -0.009 -0.006
Si 12.218 -6.834 10.907 -0.008 -0.008 0.009
Si 14.955 -4.114 10.901 0.001 0.002 -0.002
Si 19.06 -0.016 12.263 0.007 0.006 -0.004
Si 21.8 2.732 12.25 -0.001 -0.012 -0.005
Si 19.066 5.427 12.257 -0.007 -0.011 -0.002
Si 21.802 -8.162 12.252 -0.008 0.002 -0.006
Si 19.064 -5.462 12.253 0.003 0 -0.003
Si 21.794 -2.724 12.256 -0.005 0 -0.003
Si 24.526 0.022 12.267 -0.006 0.008 0.007
Si 10.861 2.675 12.246 -0.002 -0.002 0.004
Si 8.143 5.394 12.25 0.006 0.003 -0.002
Si 10.859 8.116 12.253 0.005 0.003 -0.001
Si 8.143 -5.492 12.266 0.004 0.007 0.006
Si 10.853 -2.759 12.262 0.01 0.003 0.006
Si 13.587 -0.037 12.266 0.009 0.005 0
Si 16.32 2.697 12.274 0.014 -0.002 -0.002
Si 13.587 5.405 12.251 0.001 0.002 0
Si 16.329 8.134 12.237 0.004 0.001 -0.004
Si 13.584 -5.475 12.254 0.001 0 0.002
Si 16.322 -2.754 12.25 -0.007 0.004 -0.008
Si 17.689 1.334 13.619 -0.006 -0.012 0.007
Si 20.434 4.071 13.612 0.008 0.001 0.007
Si 17.69 6.781 13.599 -0.004 0.003 0.001
Si 20.441 -6.813 13.61 -0.003 0.004 0.006
Si 17.678 -4.121 13.601 -0.001 0.009 0.002
Si 20.427 -1.377 13.612 -0.006 -0.005 0.006
Si 23.163 1.388 13.611 -0.013 0.017 0.006
Si 9.5 4.03 13.607 -0.002 -0.007 0.006
Si 23.163 -9.506 13.626 -0.006 0.003 0.007
Si 9.504 -6.859 13.623 0.01 -0.009 -0.002
Si 23.161 -4.074 13.622 0.005 0.004 0.006
Si 25.895 -1.328 13.634 0.005 -0.012 0.01
Si 12.203 1.308 13.617 0.015 -0.006 0.007
Si 14.937 4.051 13.621 -0.01 0.005 0.011
Si 12.218 6.758 13.609 -0.009 0.008 -0.002
Si 14.947 9.467 13.591 0 -0.003 0
Si 12.212 -4.128 13.613 -0.007 0.001 0.007
Si 14.952 -1.408 13.608 0.01 -0.007 -0.001
Si 16.317 -0.047 14.955 0.008 -0.005 -0.005
Si 19.064 2.702 14.957 0.001 0.001 -0.001
Si 16.299 5.441 14.954 0.012 0.008 0.001
Si 19.084 8.12 14.945 -0.004 -0.007 -0.004
Si 16.312 -5.508 14.94 -0.006 -0.002 -0.001
Si 19.047 -2.756 14.943 -0.001 -0.005 0.003
Si 21.801 0.005 14.94 0.01 0.002 -0.007
Si 24.522 2.747 14.982 -0.003 -0.008 -0.004
Si 21.809 5.422 14.968 -0.007 -0.004 -0.003
Si 24.524 -8.133 14.987 0.004 0 0.005
Si 21.807 -5.455 14.976 0.003 -0.004 0.002
Si 24.531 -2.706 14.974 -0.006 0.001 -0.009
Si 10.813 -0.045 14.972 -0.003 -0.006 0.001
Si 13.557 2.679 14.966 -0.008 -0.002 0.007
Si 10.856 5.398 14.964 0.016 -0.003 -0.004
Si 13.579 8.121 14.964 0.006 0 -0.002
Si 10.863 -5.501 14.983 0.003 -0.005 0.001
Si 13.576 -2.77 14.956 0.002 0 0.002
Si -31.165 -1.401 0.116 -0.258 0.244 0.696
Si -28.763 1.71 0.169 0.114 -0.244 0.705
Si -31.032 3.82 0.283 -0.013 0.248 0.751
Si -27.899 6.484 -0.142 -0.317 0.071 0.76
Si -31.578 -6.421 -0.163 0.268 -0.24 0.702
Si -28.819 -3.545 0.048 0.237 -0.422 0.681
Si -25.732 -1.548 0.125 -0.159 0.306 0.654
Si -23.686 2.056 -0.07 0.177 -0.172 0.732
Si -25.871 4.189 0.402 -0.039 -0.011 0.54
Si -23.487 7.013 0.277 0.31 -0.156 0.727
Si -25.452 9.484 0.139 -0.394 0.163 0.628
Si 25.593 -3.913 -0.086 0.269 -0.266 0.629
Si 28.335 -1.132 0.025 0.204 -0.149 0.76
Si 31.109 1.59 0.204 0.149 -0.202 0.787
Si 28.867 3.788 0.024 -0.304 0.231 0.755
Si 31.152 6.933 0.044 0.231 -0.167 0.698
Si 29.002 -7.065 -0.116 -0.401 0.159 0.693
Si 31.46 -4.191 0.037 -0.14 0.189 0.76
Si -29.921 0.092 1.427 0.002 0.017 -0.067
Si -27.258 2.781 1.576 0.015 0.002 -0.047
Si -29.747 5.545 1.207 0.032 0.012 -0.048
Si -27.122 8.234 1.268 -0.036 0.001 -0.077
Si -29.899 -5.36 1.143 -0.006 -0.006 -0.06
Si -27.244 -2.628 1.535 -0.009 -0.004 -0.051
Si -24.574 0.213 1.202 0.037 -0.012 -0.016
Si 27.146 2.688 1.215 -0.008 -0.012 -0.048
Si -24.544 5.55 1.696 0.019 -0.025 -0.022
Si 27.192 -8.091 1.113 0.058 0.001 -0.058
Si -24.473 -5.33 1.597 0.017 0.014 -0.042
Si 27.208 -2.785 1.268 -0.019 0.034 -0.041
Si 29.875 0.013 1.408 -0.031 -0.005 -0.057
Si -32.619 2.709 1.565 -0.008 -0.001 -0.052
Si 29.934 5.419 1.347 -0.001 -0.01 -0.007
Si -32.572 8.232 1.235 -0.001 0.015 -0.041
Si 29.966 -5.456 1.316 0.008 0.002 -0.064
Si -32.702 -2.626 1.381 0.006 -0.015 -0.034
Si -31.281 1.352 2.869 0.013 -0.027 0.031
Si -28.601 4.215 2.809 -0.013 0.031 0.037
Si -31.176 6.882 2.575 -0.029 -0.058 0.011
Si -28.575 9.582 2.57 -0.004 0.02 -0.006
Si -31.256 -4.028 2.639 0.012 -0.004 0.031
Si -28.58 -1.238 2.827 0.009 0.016 0.035
Si -25.859 1.382 2.789 0.004 -0.026 0.021
Si -23.069 4.172 2.82 0.051 -0.018 0.016
Si -25.902 6.985 2.879 -0.035 0.014 0.039
Si -23.102 -6.736 2.867 0 -0.031 0.019
Si -25.913 -4.019 2.858 0.007 0.001 0.037
Si 25.923 -1.457 2.797 0.025 -0.021 0.027
Si 28.5 1.399 2.713 -0.013 -0.004 0.035
Si -33.993 4.143 2.787 -0.012 0.014 0.032
Si 28.511 6.835 2.591 -0.024 0.012 0.018
Si -33.94 -6.789 2.681 0.012 -0.004 0.039
Si 28.572 -4.104 2.649 0.01 0.021 0.008
Si -34.052 -1.329 2.764 0.026 0.023 0.007
Si -32.678 -0.004 4.153 0.015 -0.01 -0.002
Si -29.942 2.807 4.147 0.009 0.003 -0.017
Si -32.576 5.544 4.019 0.027 0.01 -0.007
Si -29.902 8.242 4.01 0.014 0.001 -0.002
Si -32.606 -5.391 4.034 0.002 -0.013 -0.016
Si -29.949 -2.677 4.082 -0.008 -0.012 -0.009
Si -27.203 0.076 4.179 -0.03 0.011 0.023
Si -24.469 2.766 4.099 -0.006 0.022 -0.01
Si -27.232 5.547 4.171 -0.02 0.021 -0.008
Si -24.491 -8.051 4.212 0.023 -0.01 0.007
Si -27.274 -5.43 4.094 0.002 -0.029 0.015
Si -24.466 -2.576 4.027 0.041 0.013 -0.055
Si 27.227 -0.001 4.111 -0.002 -0.014 -0.003
Si -35.387 2.756 4.083 -0.011 -0.01 -0.02
Si 27.218 5.463 4.022 0 0.004 -0.014
Si -35.367 8.173 3.988 -0.01 0.01 -0.015
Si 27.174 -5.439 3.985 -0.045 0 0.006
Si -35.386 -2.731 4.07 -0.017 -0.006 -0.002
Si -31.276 -1.279 16.379 0.005 0.012 0.01
Si -28.531 1.433 16.349 -0.002 -0.006 0.001
Si -31.203 4.162 16.342 0.006 0.014 0.005
Si -28.553 6.876 16.287 -0.003 -0.008 -0.007
Si -31.235 -6.691 16.379 0.009 0.008 -0.001
Si -28.553 -4.018 16.336 0.011 -0.022 -0.006
Si -25.808 -1.297 16.362 0.005 0 0.012
Si 25.884 1.394 16.337 -0.012 0.006 -0.004
Si -25.806 4.147 16.272 -0.001 0.001 -0.006
Si 25.875 -9.48 16.364 -0.009 -0.012 0.004
Si -25.805 -6.725 16.277 -0.001 0.002 -0.025
Si 25.881 -4.051 16.364 -0.005 0.001 0.005
Si 28.61 -1.296 16.411 0.005 0.012 0.005
Si -33.98 1.424 16.352 -0.019 0.003 -0.014
Si 28.607 4.176 16.355 0.013 -0.003 -0.001
Si -33.94 6.906 16.324 0.016 -0.001 -0.003
Si 28.615 -6.674 16.38 0.016 0.02 0.016
Si -33.98 -3.983 16.409 0.003 -0.001 -0.003
Si -29.89 0.073 17.719 0.001 -0.004 0.011
Si -27.155 2.831 17.661 0.009 0.006 -0.002
Si -29.849 5.535 17.721 0.013 -0.013 0.024
Si -27.171 8.231 17.596 0.005 0.022 -0.008
Si -29.882 -5.33 17.773 -0.016 0 0.007
Si -27.174 -2.698 17.693 0.006 -0.015 -0.007
Si -24.427 0.085 17.698 0.002 0.022 0.028
Si 27.215 2.805 17.669 0.004 0.005 -0.034
Si -24.459 5.476 17.658 -0.003 -0.002 0.012
Si 27.23 -8.055 17.668 -0.018 0.009 -0.009
Si -24.494 -5.347 17.659 -0.016 -0.007 -0.003
Si 27.22 -2.679 17.736 -0.029 0.008 -0.024
Si 29.982 0.08 17.781 0.001 -0.017 0.015
Si -32.598 2.806 17.652 0.003 0.005 -0.002
Si 30.002 5.56 17.686 -0.018 -0.013 0
Si -32.616 -8.044 17.712 -0.017 0.009 -0.005
Si 29.952 -5.313 17.816 -0.018 -0.006 0.025
Si -32.649 -2.6 17.785 -0.03 -0.01 0.011
Si -31.258 1.479 19.036 -0.021 0 -0.01
Si -28.422 4.214 19.09 0.015 0.016 -0.031
Si -31.257 6.904 19.038 -0.008 0.014 -0.026
Si -28.447 -6.748 19.025 0.027 0.009 -0.009
Si -31.268 -3.935 19.138 0 -0.004 -0.012
Si -28.509 -1.325 19.037 0.003 -0.021 -0.013
Si -25.764 1.532 19.025 0.006 0.012 -0.025
Si 25.895 4.123 19.097 0 -0.011 -0.016
Si -25.868 6.853 18.956 -0.024 -0.011 -0.029
Si 25.911 -6.772 19.132 0.003 0 -0.006
Si -25.866 -4.065 19.112 -0.032 -0.02 -0.023
Si -23.065 -1.331 19.021 -0.008 0.001 -0.021
Si 28.567 1.49 19.03 -0.012 0.005 -0.009
Si 31.378 4.192 19.021 0.03 -0.005 -0.017
Si 28.656 -9.333 18.989 0.016 0.024 -0.025
Si 31.358 -6.68 19.143 0.038 -0.028 -0.028
Si 28.566 -3.929 19.19 0.014 0.001 -0.014
Si 31.329 -1.233 19.245 0.008 -0.006 -0.016
Si 32.773 0.178 20.557 -0.014 0.004 0.055
Si -29.887 2.869 20.324 0.004 0.017 0.034
Si 32.695 5.556 20.439 -0.005 -0.004 0.038
Si -29.826 8.233 20.329 0.002 0.004 0.066
Si 32.694 -5.305 20.547 -0.005 -0.002 0.06
Si -29.87 -2.597 20.501 -0.009 0.002 0.018
Si -27.12 0.099 20.273 0.015 0.014 0.024
Si -24.399 2.878 20.456 -0.017 -0.002 0.052
Si -27.067 5.588 20.532 -0.013 -0.017 0.034
Si -24.45 8.194 20.183 0.006 0.016 0.036
Si -27.152 -5.503 20.558 0.025 -0.021 0.017
Si -24.468 -2.645 20.368 0.003 0.012 0.04
Si 27.237 0.108 20.393 0.018 -0.012 0.045
Si 29.964 2.867 20.326 0 0.007 0.049
Si 27.339 5.582 20.267 -0.009 -0.023 0.045
Si 29.946 -8.013 20.48 -0.027 0.023 0.044
Si 27.246 -5.377 20.523 0.019 -0.008 0.031
Si 29.843 -2.506 20.636 -0.011 0.041 0.043
Si 34.486 -0.851 21.862 -0.205 -0.209 -0.715
Si -28.605 1.361 21.521 0.03 0.03 -0.619
Si 34.297 4.41 21.725 -0.191 -0.157 -0.745
Si -28.772 6.685 21.767 0.224 0.156 -0.687
Si 34.353 -6.554 21.699 -0.212 -0.035 -0.708
Si -28.786 -4.284 21.747 0.147 0.054 -0.693
Si -25.602 -1.028 21.638 -0.097 -0.19 -0.708
Si 25.664 1.122 21.783 0.143 0.259 -0.637
Si -25.291 4.633 21.819 -0.1 -0.066 -0.635
Si 26.049 6.774 21.768 -0.055 0.277 -0.688
Si -25.436 -6.732 21.759 -0.521 -0.253 -0.533
Si -23.371 -4.247 21.674 0.404 0.308 -0.635
Si 28.797 -0.707 21.953 -0.244 -0.483 -0.628
Si 31.144 1.433 21.722 0.291 0.1 -0.661
Si 28.887 4.498 21.609 -0.023 -0.133 -0.658
Si 31.096 -9.611 21.737 0.193 0.122 -0.657
Si 28.899 -6.403 21.893 -0.284 -0.244 -0.781
Si 31.07 -4.098 21.809 0.188 0.098 -0.693
Si -31.153 -1.553 24.934 0.055 0.17 -0.083
Si 32.36 5.367 -4.728 0.07 0.014 -0.063
Si 25.263 0.141 -4.941 -0.126 -0.013 0.028
Si -30.68 6.312 25.827 0.007 -0.11 -0.028
Si -26.907 -2.879 23.792 0.015 -0.005 -0.076
Si -25.264 1.589 25.893 0.02 0.044 -0.011
Si -28.533 0.677 -2.663 -0.027 -0.085 0.02
Si 20.478 -4.112 -3.88 0.06 -0.063 -0.077
Si -23.09 6.644 25.655 -0.026 0.004 0.012
Si 23.931 7.268 -2.456 -0.034 -0.002 0.23
Si 25.794 -4.183 -3.192 -0.03 -0.139 0.143
Si -31.206 -1.816 -5.578 -0.136 -0.098 -0.115
Si -30.556 6.782 -3.882 -0.055 -0.146 0.051
Si -30.661 -4.564 -4.794 0.052 -0.024 -0.045
Si 27.452 0.749 24.213 0.096 -0.086 -0.132
Si -27.662 -2.072 -2.172 -0.029 -0.056 0.231
Si 31.949 -3.521 24.695 0.026 -0.003 -0.033
Si 28.535 -3.857 -4.331 0.012 -0.038 0.079
Si -32.64 2.991 24.018 -0.097 0.08 -0.137
Si -25.949 -1.949 -4.547 -0.034 0.042 0.024
Si -31.862 -6.051 25.601 -0.094 -0.04 0.052
Si -26.952 2.911 23.806 0.03 0.009 -0.02
Si -31.012 1.347 26.082 0.042 0.029 -0.005
Si -23.938 2.396 -5.668 -0.036 0.092 0.119
Si 27.089 4.847 -5.29 0.015 -0.112 0.042
Si -31.716 -6.915 -3.195 0.05 -0.022 0.15
Si -25.738 7.265 -5.193 -0.054 0.075 0.028
Si -28.181 7.699 24.75 -0.092 -0.033 -0.136
Si 27.117 4.845 -2.194 -0.104 0.058 0.056
Si 30.788 4.749 25.876 0.041 -0.004 0.039
Si -28.116 -6.095 -4.602 0.046 0.04 0.087
Si 22.048 -5.124 -6.186 -0.054 0.079 -0.015
Si -30.675 1.941 -7.003 0.039 0.018 0.046
Si -32.388 5.356 -2.01 0.026 0.081 0.037
Si 32.367 -0.114 -2.118 0.05 -0.063 0.155
Si -32.295 7.88 23.905 0.025 0.005 -0.102
Si 28.648 -6.794 -3.174 0.107 0.011 0.107
Si -28.649 -2.941 26.036 -0.037 0.04 0.111
Si 25.846 -7.179 -4.038 0.016 0.028 0.035
Si 24.023 0.233 -2.214 0.073 -0.099 0.227
Si -27.966 -7.844 -6.977 0.146 0.039 0.045
Si 30.191 -2.362 -2.198 -0.017 0.019 0.16
Si -31.037 0.879 -4.237 -0.033 0.052 0.013
Si -26.506 0.928 -5.083 -0.076 0.012 -0.02
Si 31.147 -8.135 -4.386 0.068 0.101 -0.089
Si -24.508 -7.29 24.636 -0.146 -0.029 -0.124
Si -28.784 -6.082 25.936 -0.002 0.051 0.013
Si 25.876 -3.273 24.513 0.025 -0.03 -0.104
Si 21.258 -8.038 -2.087 0.039 0.114 0.157
Si 24.349 4.199 -2.474 -0.063 0.104 0.142
Si 23.086 -3.298 -4.189 -0.079 -0.008 0.019
Si 24.12 5.37 23.615 0.044 0.02 -0.023
Si -27.849 7.549 -3.153 0.005 -0.026 0.032
Si -28.907 3.645 26.072 -0.073 0.064 0.03
Si -31.301 -1.351 5.479 0.004 0.003 0.017
Si -28.563 1.456 5.493 0.006 0.001 0.013
Si -31.305 4.172 5.463 -0.007 0.009 0.008
Si -28.598 6.907 5.475 -0.011 0.004 0.006
Si -31.266 9.574 5.406 0.012 0.002 0.009
Si -28.597 -4.038 5.446 -0.01 -0.006 0.009
Si -25.823 -1.301 5.47 -0.001 -0.004 0.01
Si -23.117 1.402 5.439 -0.003 -0.004 -0.001
Si -25.832 4.149 5.452 0.021 -0.001 0.009
Si 25.888 6.822 5.425 0.004 -0.011 0.011
Si -25.885 -6.709 5.507 -0.013 0.005 0.011
Si 25.882 -4.108 5.461 0.018 -0.002 0.014
Si -36.693 -1.349 5.464 -0.008 -0.001 0.01
Si -34.026 1.404 5.459 -0.011 0.003 0.004
Si -36.717 4.132 5.433 0.004 0.01 0.002
Si -33.984 6.859 5.385 0.001 -0.006 -0.01
Si -36.721 -6.784 5.363 0.006 0.008 0.007
Si -33.988 -4.061 5.415 0.018 0.016 -0.002
Si -29.933 0.052 6.806 0 0.005 -0.005
Si -27.189 2.802 6.834 -0.011 0.002 -0.007
Si -29.942 5.524 6.825 0 0.003 -0.001
Si -27.222 -8.09 6.85 0.011 -0.003 0.001
Si -29.937 -5.396 6.812 0 0.008 -0.001
Si -27.204 -2.678 6.793 0.016 -0.013 -0.006
Si -24.47 0.06 6.82 -0.002 0.005 0.001
Si 27.208 2.755 6.79 -0.002 0.003 -0.005
Si 24.525 5.473 6.809 0.006 -0.006 -0.002
Si 27.244 -8.136 6.784 -0.003 -0.017 -0.011
Si 24.514 -5.438 6.834 0 0.014 0
Si 27.223 -2.711 6.81 -0.007 0.002 0.006
Si -35.352 0.029 6.827 0.013 -0.008 -0.005
Si -32.659 2.782 6.804 -0.004 0.012 -0.001
Si -35.328 5.487 6.774 0.004 -0.01 -0.004
Si -32.641 8.22 6.769 -0.004 0.01 -0.01
Si -35.364 -5.421 6.757 -0.011 -0.009 -0.009
Si -32.659 -2.703 6.823 0.008 -0.001 -0.001
Si -31.288 1.42 8.161 0.002 -0.001 -0.006
Si -28.565 4.16 8.173 0.017 0.015 -0.001
Si -31.302 6.875 8.174 -0.001 -0.014 -0.001
Si -28.576 -6.729 8.195 -0.003 -0.003 0.001
Si -31.288 -4.041 8.181 -0.01 -0.014 0.003
Si -28.56 -1.306 8.155 0.002 0.002 -0.008
Si -25.833 1.422 8.174 0.015 0.01 0.003
Si 25.872 4.11 8.175 -0.003 0.001 0
Si -25.841 6.856 8.175 -0.008 -0.009 0
Si 25.884 -6.794 8.174 -0.008 -0.009 -0.004
Si -25.847 -4.006 8.176 0.004 0.005 -0.001
Si 25.866 -1.343 8.173 -0.003 -0.005 -0.001
Si 28.567 1.404 8.168 -0.003 -0.002 -0.005
Si -34 4.137 8.174 -0.005 -0.005 0.003
Si 28.6 6.837 8.156 0.013 0.027 -0.001
Si -33.998 -6.753 8.144 0.004 -0.005 0.001
Si 28.591 -4.058 8.161 0.006 0.016 -0.008
Si -33.988 -1.319 8.185 0.001 0.002 0.003
Si -32.629 0.055 9.536 0.003 -0.002 -0.003
Si -29.922 2.782 9.522 0.002 -0.001 -0.006
Si -32.642 5.501 9.537 -0.008 0.001 0.005
Si -29.934 -8.096 9.541 -0.006 0.011 0
Si -32.649 -5.396 9.53 0 0.011 0.003
Si -29.92 -2.663 9.524 0.002 -0.006 -0.003
Si -27.2 0.054 9.519 0.006 -0.001 -0.005
Si 24.507 2.744 9.529 -0.007 0.009 -0.006
Si -27.198 5.502 9.537 0 0.003 0.005
Si 24.522 -8.146 9.537 -0.001 -0.006 -0.006
Si -27.202 -5.369 9.537 0.01 -0.001 0
Si 24.519 -2.702 9.548 -0.006 0.002 0.002
Si 27.22 0.034 9.529 -0.002 -0.001 -0.008
Si 29.929 2.767 9.534 0.001 0.007 -0.002
Si 27.241 5.475 9.527 0.006 -0.008 -0.006
Si 29.943 -8.114 9.526 0 -0.012 -0.002
Si 27.235 -5.414 9.53 0.003 -0.003 -0.006
Si 29.934 -2.683 9.533 0.004 -0.002 -0.002
Si -31.268 -1.301 10.898 0.011 0.013 0
Si -28.56 1.417 10.878 0.001 -0.002 -0.002
Si -31.274 4.143 10.891 0.002 0.008 0.002
Si -28.559 -9.456 10.887 0.006 -0.009 -0.003
Si -31.284 -6.734 10.903 -0.006 -0.008 0.002
Si -28.56 -4.007 10.897 0.001 -0.002 0.002
Si -25.837 -1.298 10.882 0.013 0.007 0.003
Si 25.869 1.391 10.897 -0.003 -0.009 -0.001
Si 23.158 4.103 10.897 -0.016 0 0.006
Si 25.884 -9.494 10.9 -0.005 0.003 0
Si 23.165 -6.791 10.902 0.003 0.005 0.004
Si 25.883 -4.057 10.903 0.001 0.009 0.003
Si 28.586 -1.314 10.894 0 -0.002 0
Si -33.984 1.416 10.898 -0.002 -0.005 0.002
Si 28.59 4.129 10.911 -0.002 -0.005 0.008
Si -33.989 6.861 10.907 0 0.004 0.008
Si 28.597 -6.753 10.902 0.005 0.001 0.001
Si -33.985 -4.027 10.901 0.003 0 0.004
Si -29.907 0.062 12.26 0.001 -0.003 -0.002
Si -27.188 2.77 12.232 0.002 -0.004 0.004
Si -29.909 5.504 12.249 0.007 0.006 0.002
Si -27.195 -8.091 12.234 -0.004 0.001 0.005
Si -29.924 -5.364 12.257 -0.005 -0.006 0
Si -27.196 -2.648 12.255 0.002 0 0.003
Si -24.464 0.055 12.23 0.003 0.002 0.001
Si 27.229 2.757 12.259 -0.008 0.001 -0.007
Si 24.524 5.463 12.26 0.008 -0.007 -0.005
Si 27.238 -8.117 12.257 -0.002 -0.004 -0.008
Si 24.525 -5.424 12.262 -0.007 -0.007 -0.002
Si 27.238 -2.678 12.256 0.002 0.009 -0.004
Si -35.335 0.05 12.261 -0.002 -0.001 0
Si -32.625 2.783 12.26 0 -0.003 0.001
Si -35.334 5.499 12.28 0.003 0.006 0.003
Si -32.635 8.231 12.268 0.002 -0.007 0.003
Si -35.333 -5.381 12.272 -0.001 0.006 -0.003
Si -32.629 -2.659 12.261 -0.004 -0.009 0.001
Si -31.263 1.426 13.622 0.008 -0.002 0.001
Si -28.538 4.137 13.591 0.002 -0.002 0.002
Si -31.26 6.878 13.608 -0.002 0.001 0.004
Si -28.552 -6.729 13.596 0 0.006 -0.001
Si -31.272 -4.003 13.636 0.006 -0.001 0
Si -28.55 -1.291 13.633 0.003 0.014 0.007
Si -25.832 1.405 13.592 0.015 -0.003 0.004
Si 25.883 4.116 13.629 -0.004 -0.005 0.011
Si -25.825 -9.455 13.575 -0.002 -0.002 0.001
Si 25.89 -6.767 13.634 0.005 0 0.004
Si -25.828 -4.007 13.606 -0.01 -0.007 0.008
Si -23.101 -1.314 13.574 0 -0.001 0
Si -36.687 1.411 13.628 -0.001 0 0.004
Si -33.964 4.146 13.641 0.002 -0.002 0.011
Si -36.685 6.874 13.64 -0.009 -0.001 0.003
Si -33.967 9.605 13.647 0.001 0.002 0.005
Si -36.682 -4.011 13.633 0.002 0.004 0
Si -33.98 -1.301 13.634 0.002 0.009 0.007
Si -32.62 0.067 14.989 -0.007 -0.006 0.004
Si -29.883 2.783 14.969 0.001 -0.002 0.003
Si -32.586 5.518 14.987 0.005 0.004 0
Si -29.918 8.255 14.969 -0.002 0.003 0.008
Si -32.62 -5.345 15.028 -0.002 -0.003 0.007
Si -29.92 -2.642 15 -0.01 -0.01 0.006
Si -27.174 0.06 14.992 -0.008 -0.001 0.006
Si -24.459 2.767 14.924 -0.002 0 0.002
Si -27.182 5.511 14.936 0.005 0 0.004
Si -24.455 -8.104 14.929 -0.004 0.016 0.005
Si -27.198 -5.369 14.954 0 -0.005 -0.002
Si -24.461 -2.641 14.96 0.008 0.005 0.003
Si 27.26 0.038 15.002 0 -0.002 -0.006
Si -35.337 2.785 14.993 -0.001 0.002 -0.001
Si 27.235 5.501 14.985 0.003 0.004 0
Si -35.333 8.257 15.002 -0.003 -0.001 -0.004
Si 27.245 -5.377 14.984 -0.008 -0.003 -0.002
Si -35.334 -2.651 15.017 -0.01 -0.014 0.003
Si -15.047 -1.094 -0.061 0.292 -0.378 0.622
Si -11.554 1.497 0.065 -0.236 -0.333 0.577
Si -15.201 4.075 -0.236 0.225 -0.122 0.717
Si -11.981 6.465 -0.09 -0.214 0.232 0.676
Si -15.28 -6.552 -0.154 0.252 -0.204 0.672
Si -12.122 -4.38 0.077 -0.07 0.288 0.721
Si -9.137 -1.744 -0.151 -0.301 0.225 0.757
Si -6.612 0.996 0.18 -0.051 0.167 0.737
Si -9.722 4.266 0.149 0.223 -0.098 0.677
Si -6.819 6.721 -0.078 0.014 0.175 0.728
Si -9.794 -6.521 -0.053 0.288 -0.333 0.774
Si -23.474 -3.794 0.154 0.3 -0.158 0.707
Si -20.48 -1.213 -0.06 0.041 -0.199 0.676
Si -17.466 1.022 0.055 -0.28 0.355 0.741
Si -20.325 4.346 -0.165 -0.266 -0.149 0.774
Si -18.023 -9.012 0.142 0.174 -0.327 0.785
Si -20.373 -6.955 0.279 -0.083 0.195 0.632
Si -17.503 -4.28 -0.137 -0.165 0.256 0.714
Si -13.305 0.048 1.108 0.005 0.053 -0.075
Si -10.739 2.832 1.689 0.023 0.046 0.026
Si -13.71 5.411 1.128 0.012 -0.028 -0.034
Si -10.892 8.12 1.208 0.006 0.001 -0.018
Si -13.688 -5.536 1.306 -0.054 -0.003 -0.071
Si -10.851 -2.74 1.194 0.04 0.002 -0.083
Si -8.172 -0.184 1.405 -0.028 -0.002 -0.026
Si -21.862 3.004 1.162 0.05 -0.025 -0.07
Si -8.132 5.445 1.349 -0.023 -0.003 -0.047
Si -21.828 -8.213 1.551 -0.015 0.008 -0.046
Si -8.18 -5.515 1.357 -0.015 0.004 -0.041
Si -21.726 -2.699 1.264 -0.012 0.043 -0.047
Si -19.137 0.066 1.366 0.02 -0.005 -0.054
Si -16.266 2.636 1.263 -0.017 0.038 -0.026
Si -18.981 5.515 1.331 0.024 0.03 -0.043
Si -16.332 -8.024 1.358 0.008 0.015 -0.052
Si -19.07 -5.324 1.327 0.02 0.018 -0.037
Si -16.285 -2.716 1.183 -0.014 0.009 -0.03
Si -14.798 1.329 2.555 0.038 0.014 0.008
Si -12.366 4.144 2.703 -0.045 0.043 -0.014
Si -14.965 -9.505 2.588 0.018 -0.019 0.004
Si -12.282 -6.891 2.624 0.028 0.005 0.024
Si -14.979 -4.066 2.627 0.006 0.002 0.036
Si -12.154 -1.359 2.596 -0.006 -0.028 -0.03
Si -9.422 1.278 2.8 0.04 -0.045 0.015
Si -6.772 4.042 2.663 0.003 -0.039 0.017
Si -9.525 6.825 2.651 -0.015 0.028 0.038
Si -6.797 -6.875 2.678 0 0.006 0.006
Si -9.546 -4.104 2.663 0.013 0.015 0.037
Si -23.129 -1.207 2.544 -0.024 -0.028 0.029
Si -20.504 1.542 2.577 -0.025 0.034 -0.005
Si -17.616 4.083 2.604 0.002 -0.012 0.029
Si -20.378 6.767 2.79 0.001 -0.013 0.036
Si -17.696 -6.678 2.717 -0.021 -0.006 0.067
Si -20.41 -3.999 2.708 -0.015 0.001 -0.006
Si -17.689 -1.368 2.601 0.001 -0.011 0.009
Si -16.261 0.002 3.911 0.002 -0.001 -0.012
Si -13.619 2.711 4.049 -0.013 0 0.013
Si -16.302 5.456 3.986 -0.008 0.013 0.014
Si -13.615 -8.2 4.02 -0.029 0.015 0.015
Si -16.324 -5.361 4.065 0.002 0.001 0
Si -13.572 -2.704 3.951 -0.004 -0.024 0.001
Si -10.869 -0.042 4.071 0.002 0.008 -0.014
Si -8.081 2.683 4.086 0.006 0.012 0.013
Si -10.922 5.481 4.012 0.012 -0.025 -0.016
Si -8.176 8.135 4.057 0.005 -0.014 -0.006
Si -10.929 -5.478 3.986 0.007 0.009 -0.017
Si -8.197 -2.803 4.11 -0.02 0.008 -0.021
Si -21.79 0.112 3.978 0.005 0.002 -0.022
Si -19.048 2.787 3.97 -0.008 -0.003 -0.002
Si -21.72 5.478 4.191 -0.007 0.012 0.015
Si -19.025 8.216 4.063 0.023 -0.008 -0.016
Si -21.718 -5.354 4.124 0.028 -0.024 0.017
Si -19.03 -2.658 4.043 0.028 -0.003 0.007
Si -14.947 -1.343 16.31 -0.004 0.018 -0.006
Si -12.242 1.349 16.341 0.006 -0.008 -0.003
Si -14.961 4.057 16.315 -0.008 0.014 0.005
Si -12.247 6.787 16.268 0.002 -0.012 -0.015
Si -14.982 -6.818 16.284 -0.001 -0.003 -0.004
Si -12.262 -4.074 16.309 0 -0.003 -0.008
Si -9.536 -1.366 16.304 0.002 0.002 -0.003
Si -23.098 1.386 16.264 -0.011 0 -0.009
Si -9.511 4.06 16.317 -0.014 -0.004 -0.004
Si -23.108 -9.474 16.293 -0.007 -0.007 -0.015
Si -9.521 9.535 16.273 -0.002 0.011 -0.017
Si -23.11 -4.017 16.304 -0.001 -0.01 -0.004
Si -20.377 -1.337 16.325 0.008 -0.005 -0.002
Si -17.667 1.362 16.306 -0.004 -0.001 -0.012
Si -20.374 4.116 16.267 0 -0.003 -0.016
Si -17.656 6.81 16.272 -0.002 0.006 -0.002
Si -20.38 -6.745 16.273 -0.002 -0.001 -0.006
Si -17.702 -4.063 16.296 -0.001 -0.016 -0.01
Si -13.594 -0.012 17.725 0.006 0.001 -0.007
Si -10.833 2.672 17.69 0.011 -0.001 0
Si -13.599 5.44 17.64 0.012 -0.006 0.008
Si -10.868 8.145 17.597 -0.012 0.012 -0.011
Si -13.594 -5.501 17.633 0.012 -0.006 0.005
Si -10.933 -2.676 17.672 -0.013 -0.007 -0.015
Si -8.181 -0.029 17.688 -0.01 0.003 0.019
Si -21.737 2.744 17.593 0.02 0.002 -0.018
Si -8.163 5.435 17.685 0.001 0.002 0.006
Si -21.734 -8.099 17.611 0.017 0.019 0.015
Si -8.186 -5.39 17.621 0.001 -0.014 0.012
Si -21.724 -2.713 17.686 -0.007 0.001 0.009
Si -19.037 0.041 17.692 0.001 0.003 0.005
Si -16.294 2.666 17.694 0.002 -0.02 -0.004
Si -18.994 5.443 17.625 -0.009 -0.005 0.015
Si -16.357 -8.143 17.673 0.004 -0.006 0.006
Si -19.05 -5.413 17.688 0.008 0.013 0.004
Si -16.355 -2.681 17.624 0.005 0.014 0.015
Si -14.96 1.3 19.118 -0.035 0.022 -0.021
Si -12.194 4.09 18.965 0.002 0.009 -0.03
Si -14.971 6.809 18.988 0.005 0.008 -0.025
Si -12.209 9.443 18.995 -0.013 -0.006 -0.025
Si -15.017 -4.124 18.88 -0.019 0.001 -0.041
Si -12.243 -1.34 19.135 0.044 0.012 0.012
Si -9.53 1.275 19.121 -0.038 -0.008 -0.014
Si -23.057 4.086 18.965 -0.002 -0.02 -0.014
Si -9.515 6.851 19.004 0.004 0.002 -0.017
Si -23.09 -6.699 18.938 0.018 -0.004 -0.025
Si -9.581 -4.049 18.978 0.004 -0.005 -0.02
Si -6.759 -1.37 19.012 0.004 0.008 -0.021
Si -20.431 1.423 19.018 -0.006 -0.002 -0.013
Si -17.68 4.027 18.998 -0.018 -0.008 -0.018
Si -20.343 -9.467 18.927 -0.007 0.022 -0.031
Si -17.754 -6.812 19.067 0.001 -0.035 -0.013
Si -20.382 -4.066 19.099 -0.006 0.002 -0.024
Si -17.67 -1.316 19.05 0.004 -0.005 -0.02
Si -16.316 -0.049 20.539 0.015 0.004 0.062
Si -13.541 2.725 20.334 0.006 0.009 0.057
Si -16.314 5.4 20.299 0.035 -0.005 0.045
Si -13.581 8.103 20.384 0.003 -0.022 0.03
Si -16.366 -5.409 20.309 -0.002 0.005 0.049
Si -13.671 -2.83 20.259 0.017 0.002 0.059
Si -10.928 -0.027 20.656 0.008 0.032 0.052
Si -8.003 2.632 20.34 0.008 -0.039 0.045
Si -10.851 5.473 20.343 -0.023 -0.005 0.071
Si -8.128 8.262 20.28 -0.008 0.001 0.077
Si -10.874 -5.476 20.331 -0.002 0.004 0.053
Si -8.184 -2.695 20.291 -0.012 0.004 0.046
Si -21.759 0.058 20.401 0.022 -0.001 0.068
Si -19.078 2.743 20.417 -0.004 0.017 0.047
Si -21.658 5.452 20.23 0.018 -0.018 0.064
Si -19.124 -8.167 20.462 0.004 0.011 0.063
Si -21.764 -5.44 20.433 0.013 -0.008 0.067
Si -19.052 -2.646 20.429 0.004 -0.014 0.071
Si -15.2 -1.834 21.688 -0.004 0.227 -0.743
Si -11.967 1.818 21.833 -0.306 -0.495 -0.548
Si -14.733 4.253 21.596 -0.162 -0.089 -0.772
Si -12.497 6.458 21.717 0.093 0.201 -0.756
Si -14.772 9.746 21.549 -0.109 -0.151 -0.75
Si -12.543 -4.401 21.552 0.119 0.095 -0.743
Si -9.181 -1.189 21.778 -0.306 -0.016 -0.715
Si -23.358 1.183 21.715 0.162 0.155 -0.714
Si -9.551 3.887 21.464 0.106 0.266 -0.738
Si -23.059 6.839 21.42 0.001 -0.009 -0.401
Si -9.213 9.814 21.642 -0.153 -0.069 -0.722
Si -7.077 -4.207 21.667 0.217 0.04 -0.747
Si -20.169 -1.028 21.753 -0.136 -0.141 -0.763
Si -17.949 1.192 21.761 0.235 0.092 -0.701
Si -20.167 4.41 21.701 -0.108 -0.228 -0.715
Si -17.869 6.52 21.608 0.03 0.251 -0.759
Si -20.888 -7.187 21.777 0.192 0.035 -0.697
Si -17.539 -3.897 21.697 -0.094 -0.135 -0.667
Si -15.102 -7.017 -3.222 0.065 0.046 0.312
Si -19.107 3.239 -4.93 -0.148 -0.031 0.059
Si -22.41 1.593 24.68 -0.095 -0.102 -0.128
Si -23.46 -0.188 -7.064 -0.072 -0.038 0.029
Si -9.975 -2.04 24.645 0.093 0.002 -0.174
Si -12.707 -2.854 -6.868 -0.063 0.127 0.098
Si -12.078 -0.495 -4.794 0.013 0.015 -0.046
Si -23.277 -1.321 -4.113 0.062 0.079 0.118
Si -9.15 4.264 24.432 -0.135 0.094 -0.019
Si -24.202 -5.512 -2.175 -0.041 -0.069 0.171
Si -21.671 -7.07 -2.466 -0.115 -0.015 0.111
Si -11.936 2.491 -4.958 0.04 -0.149 0.18
Si -14.741 6.399 -3.97 0.005 -0.146 -0.059
Si -14.814 -3.297 -4.837 0.028 0.003 -0.034
Si -24.296 -4.271 24.356 0.038 0.056 -0.162
Si -12.45 -3.801 -2.837 -0.006 -0.096 0.022
Si -23.937 -6.889 -6.419 -0.09 -0.025 -0.069
Si -17.007 -5.511 -4.701 -0.025 -0.119 -0.081
Si -21.227 4.344 24.655 0.08 -0.006 -0.14
Si -7.905 -2.899 -5.158 -0.08 0.096 -0.072
Si -16.664 -7.932 23.675 0.022 0.035 -0.23
Si -11.823 2.626 24.809 0.162 -0.019 -0.287
Si -14.716 -0.51 24.229 -0.002 -0.048 0.022
Si -7.491 -7.041 25.961 0.016 -0.01 -0.11
Si -19.237 2.092 -2.105 -0.094 0.081 0.163
Si -16.756 5.804 -2 -0.061 -0.114 -0.003
Si -9.317 6.644 -4.208 -0.029 0.1 -0.102
Si -21.981 4.411 -4.691 -0.003 -0.072 -0.05
Si -21.969 6.174 -2.121 0.008 0.031 0.01
Si -25.265 -4.708 -4.931 -0.067 -0.083 0.082
Si -12.426 -6.352 -4.257 -0.094 -0.085 0.035
Si -21.029 -1.119 24.679 0.061 0.026 -0.073
Si -12.092 7.262 24.694 -0.107 -0.032 -0.096
Si -17.311 5.451 -4.885 0.089 0.158 0.073
Si -16.742 -1.018 -4.347 -0.081 -0.081 -0.017
Si -15.918 3.93 26.161 -0.046 -0.049 0.05
Si -20.995 -2.986 -4.609 0.04 0.047 -0.026
Si -19.069 6.387 -7.144 0.084 -0.055 0.044
Si -20.028 -5.695 -4.8 -0.048 -0.005 0.016
Si -22.01 0.55 -1.996 -0.051 -0.039 0.127
Si -10.622 6.594 -7.092 -0.025 0.04 0.004
Si -18.767 -2.547 -2.385 0.006 0.059 0.119
Si -14.498 -0.222 -2.763 0.001 -0.043 -0.019
Si -13.356 2.538 -2.094 0.016 0.057 -0.137
Si -11.777 -4.307 24.43 0 0.008 -0.131
Si -10.148 -6.927 24.529 0.075 0.037 -0.086
Si -18.043 -0.428 -7.089 0.085 -0.022 0.005
Si -19.002 -5.803 23.794 -0.027 0.075 -0.142
Si -15.961 2.245 23.707 -0.131 0.099 -0.11
Si -14.665 -7.792 25.747 0.096 0.041 0.006
Si -20.884 -7.457 -7.046 -0.014 0.053 -0.102
Si -24.032 5.14 -6.593 0.076 0.016 -0.131
Si -12.084 7.013 -3.132 -0.027 0.037 0.044
Si -12.006 -0.14 25.738 0.024 0.033 0.055
Si -14.941 -1.349 5.328 -0.018 -0.021 0.011
Si -12.236 1.353 5.392 0.003 -0.008 -0.001
Si -14.977 4.088 5.384 0.003 0.02 -0.005
Si -12.251 -9.512 5.416 -0.01 -0.001 0.008
Si -14.962 9.533 5.366 0.001 -0.014 0.003
Si -12.259 -4.09 5.351 0.009 0.007 0.003
Si -9.533 -1.403 5.445 0.016 0.005 -0.001
Si -6.779 1.341 5.492 0.019 0.003 0.013
Si -9.538 4.071 5.349 -0.009 -0.014 -0.011
Si -23.114 6.858 5.492 0.008 0.01 0.014
Si -9.548 -6.805 5.383 -0.006 0.012 -0.009
Si -23.118 -3.962 5.408 -0.039 -0.014 -0.008
Si -20.408 -1.263 5.35 -0.001 0.013 -0.017
Si -17.659 1.378 5.287 0.011 0.013 -0.028
Si -20.347 4.091 5.457 0.018 0.001 0.007
Si -17.652 6.824 5.378 -0.004 0.006 0.003
Si -20.371 -6.748 5.447 -0.012 -0.01 0.017
Si -17.686 -4.021 5.421 -0.004 -0.002 0.013
Si -13.609 -0.003 6.735 -0.003 0.012 -0.008
Si -10.876 2.715 6.744 0.004 0.003 0.006
Si -13.607 5.432 6.755 0.008 -0.011 0.008
Si -10.896 -8.151 6.768 0.005 0 0
Si -13.608 -5.434 6.739 -0.001 0.004 -0.005
Si -10.911 -2.757 6.767 -0.001 0.001 -0.005
Si -8.176 -0.026 6.797 -0.007 0.002 -0.001
Si -21.736 2.745 6.794 0.007 0.001 0.002
Si -24.473 5.488 6.828 0.004 0.003 0.002
Si -21.745 -8.091 6.812 0.009 -0.01 0.006
Si -24.486 -5.324 6.791 -0.001 0.002 -0.001
Si -21.744 -2.625 6.76 0.007 -0.001 -0.01
Si -19.015 0.055 6.712 0.005 -0.008 0.002
Si -16.346 2.73 6.723 -0.007 0.011 -0.002
Si -19.002 5.482 6.779 -0.004 -0.004 0.005
Si -16.305 8.179 6.751 -0.004 -0.003 0.001
Si -19.017 -5.392 6.794 0.011 -0.008 0.004
Si -16.299 -2.673 6.743 -0.002 0.004 0.005
Si -14.972 1.37 8.086 -0.007 -0.013 -0.005
Si -12.242 4.072 8.11 0.001 0.001 -0.002
Si -14.954 6.81 8.116 -0.002 0.005 -0.011
Si -12.254 -6.788 8.121 0.015 0.011 -0.004
Si -14.961 -4.063 8.103 -0.008 -0.006 -0.006
Si -12.261 -1.368 8.11 0.002 -0.007 -0.002
Si -9.537 1.354 8.129 -0.002 0.002 -0.005
Si -23.097 4.116 8.154 -0.012 0 -0.005
Si -9.545 -9.528 8.126 -0.007 -0.012 -0.007
Si -23.124 -6.717 8.137 0.003 -0.011 -0.01
Si -9.542 -4.103 8.133 0.003 -0.002 -0.002
Si -23.102 -1.302 8.159 -0.01 0.003 0.002
Si -20.365 1.387 8.128 -0.006 0.008 -0.006
Si -17.663 4.097 8.125 -0.004 0.001 -0.008
Si -20.379 6.841 8.138 0.001 0.005 -0.002
Si -17.659 -6.777 8.126 -0.001 -0.002 -0.005
Si -20.396 -4.015 8.119 0.003 -0.007 -0.007
Si -17.671 -1.315 8.093 0.012 -0.002 -0.006
Si -16.317 0.025 9.473 -0.014 0.015 0.003
Si -13.608 2.714 9.462 -0.001 0.001 -0.004
Si -16.306 5.454 9.485 0.008 -0.005 0.002
Si -13.602 -8.153 9.485 0.001 -0.001 -0.003
Si -16.308 -5.417 9.483 -0.002 -0.012 0.008
Si -13.611 -2.716 9.483 -0.003 0.001 -0.005
Si -10.902 -0.01 9.475 -0.001 0.009 0.001
Si -24.46 2.771 9.523 0.009 0.001 0.003
Si -10.898 5.434 9.487 0.006 0.002 0.003
Si -24.472 -8.088 9.507 -0.007 0.003 0.003
Si -10.898 -5.448 9.5 -0.002 -0.001 0.004
Si -24.474 -2.653 9.519 -0.008 -0.01 0.005
Si -21.73 0.046 9.506 0.017 -0.009 0.004
Si -19.023 2.751 9.495 -0.003 0.01 0.005
Si -21.739 5.484 9.502 0.002 -0.004 0
Si -19.022 -8.125 9.494 0.007 0.003 -0.001
Si -21.752 -5.373 9.493 -0.021 0.011 -0.001
Si -19.023 -2.673 9.474 0.001 0.001 0.002
Si -14.967 -1.347 10.839 -0.005 -0.011 -0.002
Si -12.259 1.352 10.836 -0.003 -0.006 -0.006
Si -14.948 4.083 10.837 0.004 0.005 -0.004
Si -12.247 -9.519 10.849 0.001 -0.002 -0.001
Si -14.958 -6.787 10.845 0.005 0.003 -0.006
Si -12.256 -4.075 10.85 0.005 0.003 -0.003
Si -9.541 -1.365 10.843 0.001 0.003 -0.001
Si -23.096 1.405 10.868 -0.007 0.008 -0.003
Si -25.827 4.132 10.876 0.005 0 -0.002
Si -23.105 -9.464 10.851 0.002 0 -0.007
Si -25.833 -6.734 10.878 -0.012 0.001 0.004
Si -23.116 -4.028 10.863 -0.004 0.001 0.001
Si -20.376 -1.323 10.855 -0.01 -0.004 -0.003
Si -17.664 1.383 10.848 0.004 -0.001 0.001
Si -20.382 4.114 10.856 -0.001 -0.005 0.003
Si -17.668 6.819 10.845 -0.011 0.003 -0.003
Si -20.388 -6.751 10.839 0.002 -0.014 -0.006
Si -17.675 -4.05 10.835 0 -0.003 -0.002
Si -13.607 0 12.212 0 0.006 0.004
Si -10.904 2.709 12.203 -0.006 -0.003 0
Si -13.594 5.433 12.208 0.001 -0.004 0.002
Si -10.896 -8.167 12.225 0.005 -0.009 0.006
Si -13.609 -5.432 12.216 0.004 -0.002 0.002
Si -10.898 -2.717 12.208 -0.003 -0.002 0.001
Si -8.19 -0.006 12.214 0.002 0.007 0.004
Si -21.735 2.758 12.225 -0.003 0.004 0.007
Si -24.463 5.499 12.219 -0.008 0 0.008
Si -21.741 -8.109 12.206 -0.006 0.011 0.003
Si -24.474 -5.375 12.237 0.006 -0.001 0.003
Si -21.748 -2.675 12.21 -0.002 -0.005 0.001
Si -19.016 0.027 12.219 -0.001 0.007 0.005
Si -16.303 2.735 12.209 0.003 0.008 0.002
Si -19.024 5.469 12.217 0.001 -0.002 0.008
Si -16.313 8.173 12.208 0.008 -0.002 0.006
Si -19.032 -5.403 12.207 -0.005 0.01 0.007
Si -16.321 -2.703 12.207 -0.004 0.001 -0.002
Si -14.953 1.369 13.577 -0.01 -0.002 0.005
Si -12.245 4.066 13.579 0.003 0.005 0
Si -14.956 6.793 13.558 0.013 -0.01 -0.004
Si -12.254 -6.792 13.579 -0.007 0.015 0.009
Si -14.971 -4.068 13.573 -0.004 0.001 -0.007
Si -12.251 -1.36 13.579 0.007 -0.005 0.007
Si -9.553 1.354 13.573 -0.01 0.009 0
Si -23.1 4.128 13.568 -0.006 0.001 0.001
Si -9.534 6.786 13.581 0.005 -0.001 0.008
Si -23.1 -6.749 13.569 0.001 -0.012 -0.003
Si -9.539 -4.081 13.561 0.002 0 -0.001
Si -6.824 -1.362 13.567 -0.006 0.007 0.006
Si -20.375 1.386 13.579 0.01 -0.011 0.007
Si -17.662 4.096 13.566 -0.004 0.002 0.001
Si -20.386 6.843 13.567 -0.009 0.006 -0.005
Si -17.671 9.545 13.56 0 -0.007 -0.002
Si -20.397 -4.039 13.566 -0.011 0.005 0.002
Si -17.666 -1.344 13.581 0.005 -0.008 -0.002
Si -16.305 0.012 14.942 0.005 0 0.006
Si -13.592 2.708 14.957 0.002 -0.003 0.001
Si -16.298 5.435 14.934 0.001 -0.001 0.004
Si -13.614 -8.169 14.922 -0.009 -0.01 0.003
Si -16.327 -5.423 14.94 0.004 0.011 0.003
Si -13.614 -2.718 14.939 0 -0.005 0.006
Si -10.899 -0.003 14.952 -0.002 0.01 0
Si -8.183 2.714 14.92 -0.008 -0.006 -0.002
Si -10.88 5.412 14.942 0 -0.01 0.004
Si -8.17 8.15 14.933 -0.001 -0.001 0.002
Si -10.895 -5.423 14.934 0.005 0.002 0.007
Si -8.189 -2.713 14.918 0.002 -0.009 -0.001
Si -21.729 0.018 14.937 -0.001 0.002 0.003
Si -19.009 2.739 14.934 0.004 0.008 0.004
Si -21.746 5.486 14.928 0.004 0.001 0.011
Si -19.022 8.192 14.929 0.001 -0.001 0.007
Si -21.755 -5.386 14.934 -0.006 0.004 0.001
Si -19.042 -2.694 14.935 0.002 0.007 0.005
O -2.777 -0.02 22.237 0.217 -0.041 0.56
O 1.488 -1.33 23.269 0.23 0.123 0.439
O -6.379 1.626 23.295 -0.141 0.059 0.149
O 6.537 -7.334 23.073 0.127 0.069 0.622
O -4.478 -6.685 -1.306 0.331 -0.034 -0.38
O -6.489 7.935 -6.604 -0.18 0.055 0.626
O 4.144 -4.338 -1.559 -0.569 0.136 -0.548
O 10.961 -2.252 25.379 -0.606 0.111 0.215
O 2.751 5.465 22.096 0.04 0.303 0.179
O 5.608 5.352 -0.238 0.025 0.059 -0.182
O 7.376 0.025 -5.256 0.416 0.462 -0.097
O -2.616 5.471 22.035 0.149 -0.068 0.208
O 2.398 -5.751 25.528 -0.069 -0.12 -0.554
O 7.303 -2.59 -5.42 0.197 -0.388 0.105
O -4.154 -3.912 -5.489 0.024 -0.183 -0.434
O 2.723 2.48 -0.229 -0.016 0.091 -0.306
O -1.482 2.201 22.919 0.025 0.276 -0.025
O -2.692 7.989 -0.402 0.094 0.121 -0.226
O -1.853 -4.378 -4.269 -0.23 -0.239 0.447
O -3.483 5.749 -5.487 -0.448 -0.466 0.167
O 0.745 3.713 -1.257 -0.705 -0.148 -0.045
O -0.031 -2.04 -6.938 0.521 0.533 -0.157
O -10.337 2.751 -5.007 0.021 0.219 -0.291
O 7.43 -7.954 -0.869 -0.323 -0.346 0.306
O 7.753 8.023 -6.023 -0.014 -0.113 -0.332
O 2.931 4.168 -2.583 0.269 -0.447 0.063
O 8.276 -6.105 -7.147 0.126 0.306 -0.024
O 0.035 5.191 -7.005 0.344 -0.308 0.26
O -3.422 5.064 25.393 0.319 0.235 -0.302
O 4.12 -8.002 -5.35 0.281 -0.335 -0.534
O 2.497 3.484 25.158 0.085 -0.129 -0.341
O 0.164 0.735 24.127 -0.188 -0.121 -0.354
O 3.325 2.546 -6.971 0.07 0.237 0.175
O 5.899 7.541 25.164 -0.008 -0.145 0.112
O -2.588 -5.199 25.325 -0.322 0.149 0.29
O 1.086 -0.855 -1.22 0.387 0.344 -0.212
O -0.025 -1.426 25.504 0.323 -0.117 0.227
O -0.131 -5.392 -0.468 -0.22 -0.16 -0.325
O 6.355 -1.142 -1.375 -0.365 -0.186 -0.535
O -4.376 6.377 -3.043 -0.048 0.605 -0.089
O -7.329 6.604 22.916 -0.536 -0.129 0.037
O -1.427 0.212 -6.852 0.006 -0.083 -0.391
O -6.17 -4.664 -1.104 0.361 0.145 -0.25
O -2.036 -4.423 22.903 -0.021 0.121 0.417
O -2.776 7.786 -7.02 0.062 0.286 -0.59
O 1.076 -7.369 23.11 0.399 -0.056 0.299
O -8.644 8.025 -3.673 0.148 0.312 -0.535
O 2.009 6.795 -6.115 0.307 -0.074 -0.327
O -1.441 -6.46 -5.774 -0.338 0.268 -0.202
O -8.145 0.006 22.229 -0.066 -0.014 0.36
O 0.504 0.343 -3.442 0.275 -0.023 -0.007
O 8.131 -5.438 22.27 -0.03 -0.313 0.354
O -8.844 4.322 22.856 0.615 0.304 -0.213
O -0.763 7.065 22.941 0.389 -0.299 0.001
O -7.088 7.938 25.15 0.353 0.187 -0.094
O -5.457 -0.04 -0.35 -0.124 -0.121 -0.595
O -0.086 7.918 25.322 -0.053 0.273 0.337
O 9.379 6.849 -1.458 0.388 -0.416 -0.685
O 7.656 3.843 -4.575 0.047 -0.636 0.28
O 11.877 -1.033 -4.375 0.115 -0.049 0.684
O 7.411 3.784 -1.3 0.37 0.314 -0.471
O -5.439 -8.109 22.152 -0.022 -0.022 0.571
O 5.6 -3.538 25.199 0.181 -0.053 0.086
O 4.372 -3.661 22.965 -0.097 -0.04 0.253
O -3.473 -1.556 -1.046 -0.173 0.201 -0.185
O -4.041 4.158 -1.567 0.306 -0.015 -0.563
O -5.948 5.589 24.888 0.176 0.024 0.226
O 13.428 -5.946 25.282 -0.245 -0.03 0.382
O 4.393 0.622 -1.062 -0.338 -0.095 -0.318
O -2.739 8.003 -4.436 -0.05 0.445 0.082
O -10.668 -0.552 -3.988 0.555 0.623 -0.111
O -0.024 -4.84 25.74 0.074 -0.05 -0.655
O -6.089 0.63 -6.711 0.026 0.109 0.19
O -6.011 4.359 -3.305 0.025 -0.38 -0.282
O -1.399 -6.843 23.663 0.158 -0.169 -0.079
O -6.479 5.44 -5.691 0.425 0.046 0.07
O -4.529 0.605 24.849 -0.105 -0.591 -0.223
O 2.225 -3.327 -6.782 -0.111 0.355 0.082
O -11.923 7.533 -6.805 -0.593 -0.206 0.477
O -11.739 -5.085 -3.537 0.298 -0.096 0.142
O -6.813 1.302 25.994 -0.337 -0.722 0.147
O -3.866 -6.283 23.17 -0.398 -0.096 0.623
O -1.862 5.748 -3.425 0.061 -0.764 -0.178
O -4.522 4.182 23.099 -0.47 -0.067 0.187
O -1.56 2.95 -7.051 -0.21 0.22 -0.036
O 3.504 6.114 -4.2 -0.12 -0.11 -0.329
O -9.297 -6.853 -1.57 -0.262 -0.069 -0.566
O -0.177 3.151 25.119 -0.061 0.095 0.765
O -6.823 -6.78 -2.545 0.069 0.095 -0.418
O 1.04 3.788 22.99 -0.151 -0.232 0.13
O 4.703 7.067 22.873 0.019 -0.246 0.315
O -14.005 -6.08 -3.96 -0.137 0.511 -0.517
O -8.01 -2.898 -0.421 -0.089 0.007 -0.374
O -2.574 2.586 -0.301 -0.042 0.022 0.013
O -0.155 -2.829 22.096 0.109 -0.247 0.199
O -5.206 3.098 25.255 -0.132 -0.193 0.255
O -8.305 5.465 -3.824 -0.157 -0.035 0.61
O 5.262 2.553 22.14 0.07 0.021 0.387
O 17.557 3.407 23.084 -0.046 -0.031 0.213
O -1.191 -1.419 -2.419 0.265 -0.046 -0.344
O 25.046 1.125 -1.317 -0.214 0.546 -0.183
O 0.27 -4.431 -5.65 0.19 0.014 0.017
O -0.862 0.882 -1.206 -0.157 0.341 -0.291
O -1.95 -3.667 -1.29 0.031 -0.114 -0.367
O 32.545 -1.516 -6.07 -0.064 0.22 0.368
O -9.456 -1.267 -1.686 -0.134 0.405 -0.157
O 10.884 5.279 -0.162 -0.198 -0.061 -0.391
O -5.827 -5.983 -5.592 0.152 -0.083 0.32
O 0.83 5.524 25.04 0.166 0.004 -0.081
O 4.198 -7.047 24.173 -0.234 0.226 -0.421
O 2.38 -0.004 25.263 0.18 0.118 0.237
O 31.306 -1.25 -2.528 -0.114 0.042 -0.3
O -3.353 -2.578 -3.339 -0.712 0.002 0.001
O 9.291 2.263 -0.443 -0.063 0.68 -0.169
O 5.307 3.746 -5.732 0.008 0.123 -0.171
O 6.295 -5.695 -1.493 0.467 0.409 -0.046
O 11.639 -1.633 22.952 0.042 0.196 0.093
O 18.162 -0.32 21.998 -0.12 0.053 -0.306
O 8.943 0.922 25.244 -0.347 -0.754 -0.296
O 22.437 -6.936 22.928 -0.124 -0.061 -0.111
O 11.865 -6.403 -1.23 0.314 0.052 -0.224
O 31.26 6.321 26.064 -0.095 0.043 -0.274
O 19.337 -3.017 -0.331 0.107 -0.119 -0.517
O 26.213 -3.372 22.935 0.178 0.41 -0.12
O 18.999 5.307 22.041 -0.14 -0.004 0.457
O 21.77 5.532 -0.203 -0.091 -0.104 -0.272
O 19.448 -4.88 -2.927 -0.262 0.336 0.408
O 13.76 5.406 22.137 -0.089 0.001 0.515
O 13.209 3.122 -3.535 -0.31 0.579 -0.116
O 24.719 5.24 25.084 -0.323 0.102 0.222
O 10.021 -4.514 -1.279 0.241 0.205 -0.383
O 18.969 2.819 -0.357 0.168 0.242 -0.516
O 15.392 1.518 22.745 0.155 0.075 0.054
O 13.619 -8.185 -0.414 0.038 -0.042 -0.392
O 22.529 -3.489 24.885 0.433 -0.515 0.007
O 15.255 6.273 -1.248 -0.269 -0.2 -0.234
O 17.504 4.901 -1.105 0.56 0.187 -0.34
O 14.789 -4.392 -6.738 0.328 -0.11 -0.452
O 10.43 1.159 -4.678 -0.092 0.192 -0.249
O 15.737 -6.466 -5.464 -0.217 -0.267 0.223
O 19.371 6.376 -4.336 0.289 0.192 0.192
O 20.346 4.938 -6.328 -0.143 -0.432 0.136
O 19.264 -1.382 24.046 0.471 -0.016 -0.431
O 12.922 2.25 -6.042 -0.638 0.16 0.103
O 8.746 5.721 23.045 0.231 -0.173 -0.122
O 20.255 -7.333 -3.125 0.076 -0.06 -0.6
O 13.964 -2.333 -5.313 0.35 0.289 0.271
O 13.44 1.974 24.479 -0.167 -0.543 0.387
O 24.501 0.041 22.159 0.259 0.143 0.396
O 22.858 1.132 -2.82 0.212 0.27 -0.161
O 14.324 0.308 -7.101 -0.129 -0.025 -0.024
O 21.353 5.414 24.916 0.19 -0.425 -0.226
O 15.83 -5.036 25.773 0.224 0.018 0.538
O 17.568 -1.588 -1.483 -0.063 -0.359 -0.539
O -22.316 5.53 24.791 -0.416 0.204 -0.545
O 18.159 -6.756 -1.584 0.293 -0.537 -0.149
O 23.209 -0.842 -1.308 -0.546 -0.008 -0.115
O 5.252 -1.309 -4.471 -0.595 -0.178 0.412
O 17.125 2.536 -4.445 0.594 0.231 -0.08
O 23.672 -6.73 25.171 0.201 -0.203 -0.104
O 9.845 4.006 -6.214 0.35 -0.478 -0.017
O 15.21 -4.101 23.425 -0.498 -0.289 0.267
O -15.9 -1.297 25.009 -0.436 -0.001 -0.188
O 19.079 -5.536 22.107 -0.013 -0.002 0.176
O 20.278 7.486 -1.066 -0.646 -0.031 -0.144
O 9.437 -6.925 -2.165 -0.113 0.072 -0.081
O 16.896 0.19 -3.249 0.606 0.146 -0.073
O 17.138 6.683 -3.057 0.236 0.434 0.037
O 27.485 5.109 -3.744 0.218 0.391 0.091
O 17.411 -3.228 24.676 0.1 -0.221 -0.232
O 17.249 5.101 -5.189 0.27 -0.209 -0.594
O 8.119 -0.157 22.19 -0.034 0.259 0.231
O -28.042 -7.17 -3.383 -0.132 0.335 0.444
O 26.7 6.141 -1.295 0.466 0.208 -0.152
O 13.524 -0.075 21.986 0.141 0.226 0.497
O 12.327 -3.929 23.993 0.445 0.15 0.087
O 24.457 -5.344 22.194 -0.1 -0.054 0.184
O 6.586 4.39 23.212 -0.529 0.095 0.247
O 15.63 7.072 22.925 0.294 -0.205 0.144
O 10.754 -5.926 -6.046 -0.268 -0.36 0.222
O 10.896 0.043 -0.188 -0.129 0.137 -0.42
O 15.557 -7.49 24.816 -0.093 -0.195 -0.082
O 24.48 7.558 -0.935 -0.359 0.402 0.246
O 28.44 -6.886 23.381 -0.064 -0.034 0.419
O 29.439 4.474 25.036 -0.028 0.436 -0.053
O -15.562 -1.879 -5.055 0.159 0.142 -0.356
O 12.052 8.068 22.981 0.253 -0.475 0.306
O 23.173 -4.099 -5.606 0.532 0.077 -0.381
O 20.835 -3.827 22.96 0.169 0.545 -0.144
O 12.837 -1.525 -1.02 -0.412 0.192 -0.307
O 12.714 3.823 -1.092 0.272 0.217 -0.528
O 32.366 4.57 -3.323 -0.458 -0.781 -0.072
O 30.034 2.705 -0.283 0.239 -0.185 -0.328
O 20.441 -1.273 -6.106 -0.66 -0.167 -0.18
O 20.609 1.165 -1.457 0.077 -0.377 -0.133
O -30.839 -7.958 -4.054 0.216 0.204 -0.533
O -25.411 -7.425 23.265 -0.367 -0.299 0.131
O -31.91 4.227 -1.006 -0.02 -0.422 -0.274
O 24.816 -0.379 -3.487 0.034 -0.401 -0.046
O -31.264 -1.297 23.344 -0.105 -0.153 0.109
O 15.872 4.41 -3.048 -0.311 -0.218 -0.111
O 27.189 -7.481 -3.206 -0.02 -0.477 0.25
O 22.735 -1.311 23.468 -0.59 0.404 0.235
O 2.674 -2.669 -0.336 -0.03 -0.135 -0.492
O 10.997 2.449 25.154 0.015 -0.496 0.42
O 9.628 -1.205 -5.616 0.112 -0.427 0
O 21.677 2.631 21.966 0.084 0.208 0.551
O 31.607 -7.619 -5.866 0.194 0.246 0.191
O 32.038 -7.437 -3.227 -0.238 0.196 0.405
O 5.088 1.097 -5.765 -0.552 -0.282 0.028
O 16.318 -5.374 -0.43 0.019 0.048 -0.445
O 23.708 3.473 -3.741 0.345 -0.228 -0.237
O -18.549 -5.138 -4.491 0.015 0.308 0.339
O -12.39 1.951 23.425 -0.232 0.038 0.101
O -29.155 -4.9 -4.273 0.093 0.155 0.371
O 13.218 -5.973 22.647 0.59 0.501 -0.173
O 23.444 3.819 -1.199 -0.038 -0.625 -0.112
O -17.695 -0.432 -5.506 -0.058 0.337 0.222
O -12.015 -6.371 -5.818 0.452 0.481 -0.342
O 10.641 7.728 25.411 0.454 -0.278 0.185
O -23.34 1.381 -6.758 0.174 0.196 -0.493
O 9.948 1.603 22.914 0.471 0.458 0.122
O 19.984 -2.571 -3.953 -0.57 0.185 0.102
O 13.9 1.607 -1.363 -0.009 -0.262 -0.441
O 20.65 0.024 -3.798 -0.115 0.211 -0.218
O 15.966 2.52 25.003 -0.181 0.265 0.523
O 17.476 -7.365 23.056 0.207 0.139 0.221
O -19.448 2.412 -6.266 -0.098 -0.606 -0.045
O 11.028 -5.432 -3.513 -0.337 -0.118 -0.126
O 20.593 7.08 22.977 -0.375 0.396 0.381
O 14.801 1.3 -4.396 -0.475 -0.378 0.443
O 8.211 -2.773 -0.499 -0.1 -0.084 -0.24
O 23.146 6.658 23.534 0.207 0.39 -0.215
O 22.451 3.106 -5.894 -0.176 0.317 -0.327
O 16.46 -2.481 21.978 -0.215 -0.064 0.473
O -22.773 2.982 -4.685 -0.036 -0.346 0.418
O -26.368 7.167 -3.699 0.278 -0.18 0.245
O -20.376 4.221 -4.652 0.256 0.498 0.241
O -30.012 -2.644 25.236 -0.041 -0.261 -0.14
O -30.098 -2.574 -0.222 -0.219 -0.092 -0.083
O -21.241 0.482 24.82 0.411 0.196 0.174
O 15.063 -1.509 -2.414 -0.045 0.155 -0.475
O 6.923 1.298 -0.96 0.133 0.048 0.756
O -22.498 5.187 -6.028 0.461 0.521 -0.273
O 16.02 0.298 -0.72 0.468 0.063 0.05
O 14.435 -3.662 -1.044 -0.048 -0.354 -0.111
O 3.415 -5.592 -5.904 -0.609 -0.14 -0.168
O 11.063 -6.249 24.217 -0.776 0.501 0.222
O 28.868 -6.427 -1.612 0.062 0.573 0.033
O 12.795 4.158 25.824 0.431 0.527 -0.348
O 8.693 1.793 -2.848 -0.315 -0.233 -0.427
O -8.506 0.859 -5.616 -0.351 -0.215 0.098
O 24.498 -3.259 -3.447 0.279 0.401 0.352
O -28.115 -3.452 -1.439 0.037 -0.446 -0.412
O -14.27 -1.434 22.977 0.727 -0.241 0.204
O 12.971 -3.043 -3.065 -0.144 -0.116 0.104
O -6.357 -1.611 24.972 0.179 0.819 -0.211
O 21.74 5.121 -4.257 0.429 0.312 0.256
O -27.931 -7.022 24.93 0.406 0.174 0.018
O 28.066 -0.566 23.44 -0.045 -0.295 0.612
O -13.21 -4.112 25.125 -0.192 0.51 0.126
O 5.93 -3.762 -3.443 0.442 0.103 0.162
O 28.981 -1.698 -1.356 -0.155 0.14 -0.484
O -0.492 7.449 -5.821 0.15 -0.233 0.203
O 24.162 1.101 -5.692 0.025 0.146 0.284
O -30.049 4.819 26.033 -0.08 -0.084 0.049
O -23.226 -3.739 23.237 0.436 0.266 0.298
O -29.842 5.504 22.152 -0.152 -0.077 0.57
O -24.83 3.197 -0.418 0.152 -0.005 -0.508
O -26.655 -5.532 -4.988 -0.041 0.138 -0.481
O 30.01 5.559 22.179 0.003 0.1 0.332
O 31.863 4.444 -5.943 -0.016 -0.821 0.194
O -27.123 1.67 -6.38 0.049 0.5 -0.039
O 26.048 -7.787 -5.525 0.219 0.399 -0.389
O -29.934 2.755 -0.271 -0.323 0.145 -0.484
O 31.553 2.288 23.054 -0.317 0 0.19
O 30.016 8.009 -0.408 0.117 -0.089 -0.18
O 21.392 -5.043 -0.214 -0.088 0.2 -0.151
O -13.541 -0.187 25.265 -0.354 0.122 -0.003
O -31.683 -0.79 -1.306 0.424 0.039 -0.288
O -26.189 1.7 24.571 0.253 -0.404 0
O -10.174 1.048 -0.759 0.185 -0.197 0.281
O -30.807 -0.237 25.811 0.355 -0.141 0.161
O -14.813 -7.138 -1.626 0.131 -0.359 -0.015
O -31.13 6.306 -2.429 0.316 0.329 0.46
O -29.637 0.27 22.185 0.134 -0.102 0.317
O -17.657 5.474 -3.296 -0.49 -0.066 0.073
O 7.75 7.775 -3.396 -0.327 0.398 -0.153
O 27.073 -3.416 -3.807 0.146 0.625 -0.014
O -30.581 -0.522 -4.885 0.564 -0.129 -0.203
O -10.656 6.338 -3.377 0.046 -0.318 0.339
O -26.301 -1.631 22.976 -0.19 0.283 0.601
O -28.086 7.214 -1.589 0.083 0.063 -0.096
O -25.878 3.971 23.201 -0.033 0 0.36
O 22.508 -6.648 -5.884 0.389 -0.034 0.39
O -32.393 -4.837 24.693 -0.015 0.112 -0.479
O 23.808 7.33 -6.066 -0.194 -0.455 0.369
O -28.332 7.362 23.183 -0.124 0.374 0.163
O -31.145 -6.884 -1.675 0.023 -0.15 -0.06
O -29.908 1.347 -3.183 -0.169 0.308 0.35
O -28.659 -6.865 -5.915 -0.644 0.195 -0.217
O 23.312 4.051 23.196 -0.028 -0.68 0.541
O -12.647 3.554 -5.927 -0.479 0.367 0.159
O 30.638 -3.774 25.594 -0.251 0.164 -0.056
O -15.326 3.485 22.898 -0.241 0.128 0.446
O -16.603 -6.515 -3.51 -0.424 -0.303 0.235
O -29.881 -5.408 22.259 0.182 0.127 0.488
O -23.227 -6.691 -2.714 -0.33 -0.202 -0.005
O -29.63 2.192 26.128 0.197 -0.265 0.134
O -32.421 0.65 -3.45 -0.255 0.05 0.031
O -31.4 5.939 -4.984 0.453 -0.225 -0.735
O -21.854 2.988 25.251 0.016 -0.008 0.416
O -24.548 -2.62 -0.198 0.127 0.041 -0.18
O -16.618 4.71 -0.815 -0.469 -0.265 0.003
O -6.594 -3.62 -4.559 0.162 0.18 0.491
O -29.462 7.352 25.672 0.078 0.193 0.523
O -17.26 4.626 25.616 0.102 0.03 -0.536
O 30.085 0.275 22.166 0.004 -0.228 0.288
O 10.148 3.698 -3.732 0.448 0.141 0.421
O -24.386 -5.506 21.877 0.078 -0.153 0.379
O 27.182 -2.902 25.371 0.375 0.27 -0.426
O 31.67 7.399 23.106 -0.422 -0.038 0.292
O -24.136 5.784 22.197 -0.206 -0.152 0.123
O 20.66 -4.787 -5.374 -0.494 -0.057 -0.303
O -31.379 -7.54 22.918 -0.255 0.016 0.189
O -24.419 -8.055 -0.151 0.047 -0.007 -0.383
O 5.392 4.612 -3.218 0.308 -0.267 0.352
O -27.146 -2.498 -3.63 -0.384 -0.225 -0.238
O -19.753 -1.647 25.513 0.136 -0.401 -0.24
O -24.977 5.911 -5.553 -0.255 -0.215 0.215
O 0.965 2.915 -3.811 0.411 0.295 -0.15
O -28.194 -3.52 23.055 -0.277 0.065 0.278
O -7.71 3.19 -4.93 0.432 0.095 -0.172
O 28.414 4.24 -1.472 0.484 -0.253 -0.523
O -12.642 2.736 -3.519 -0.2 -0.005 -0.112
O 26.908 3.787 25.228 -0.413 -0.156 0.126
O 31.561 -3.297 23.145 0.07 0.37 0.024
O -28.073 1.286 -1.24 0.391 -0.045 -0.03
O -31.669 -5.502 -3.964 -0.492 0.109 -0.242
O -16.289 -0.056 -0.206 0.063 0.079 0.005
O -31.546 6.546 24.458 0.036 -0.402 -0.355
O 17.468 6.976 24.803 0.352 0.02 -0.484
O 28.648 -3.677 -5.926 -0.362 0.326 -0.058
O -23.281 7.958 24.71 0.605 0.123 -0.497
O -28.353 -4.533 25.983 0.635 0.086 -0.035
O 9.562 -8.193 23.02 -0.432 0.481 0.007
O -25.823 -4.079 23.843 -0.133 -0.441 -0.068
O 5.827 0.835 -3.237 -0.126 0.597 -0.139
O -14.978 7.968 -4.099 -0.364 0.133 -0.349
O 25.614 -1.05 -6.009 -0.223 -0.545 -0.036
O -31.134 -3.039 -4.508 -0.112 0.063 0.471
O 30.033 -5.285 22.251 0.147 0.028 0.502
O 32.584 -5.267 -0.457 -0.2 0.329 -0.45
O 26.655 0.96 -4.755 0.471 0.136 0.636
O 26.357 1.453 23.229 -0.143 0.501 0.198
O -19.284 -5.31 25.312 -0.005 0.286 0.144
O 6.026 -6.266 -5.763 0.433 0.513 0.277
O -13.422 -8.153 24.794 -0.281 0.32 -0.566
O 21.992 -4.085 -3.264 0.258 -0.135 0.655
O -18.245 6.473 -5.73 -0.005 0.327 0.101
O 28.096 3.898 22.889 -0.659 -0.21 0.224
O -31.171 1.931 -5.463 -0.208 0.654 -0.045
O 26.238 -7.173 24.845 -0.12 0.006 0.16
O -14.11 1.13 -1.998 -0.06 -0.065 0.317
O -10.838 5.333 -0.377 -0.074 -0.047 -0.24
O 21.585 8.078 25.101 -0.214 0.009 0.583
O -20.846 -1.568 23.134 -0.283 -0.425 0.007
O 31.97 3.979 25.1 0.176 0.054 0.226
O 14.984 3.726 -5.394 -0.047 0.309 -0.46
O -31.57 3.783 23.106 0.349 0.038 0.273
O 24.399 5.776 -2.817 0.313 0.041 -0.382
O -13.308 -0.604 -3.766 -0.117 -0.199 -0.117
O 25.228 5.552 22.464 -0.275 -0.605 -0.25
O 26.024 -4.422 -1.591 0.376 -0.279 -0.054
O 31.705 0.988 -1.167 0.076 0.212 -0.388
O -23.246 6.265 -1.148 -0.586 -0.384 -0.125
O -20.706 -6.361 -3.52 -0.16 0.059 -0.044
O -12.462 6.984 -1.562 -0.483 0.522 -0.239
O -21.776 -0.499 -0.781 -0.463 0.062 0.299
O 6.449 6.078 -5.048 -0.54 0.36 -0.142
O -6.294 -5.946 25.961 0.334 -0.373 0.163
O 21.192 -5.696 24.875 -0.218 -0.007 0.218
O -26.376 -0.66 -5.43 0.017 -0.208 -0.546
O 25.325 -4.715 24.914 -0.279 -0.016 -0.043
O 3.534 0.748 23 -0.585 -0.332 0.244
O -32.575 -2.23 25.31 -0.357 0.077 0.645
O 31.752 6.263 -1.317 -0.328 -0.099 -0.242
O 30.826 -3.558 -1.319 -0.203 -0.211 0.057
O 13.23 -5.533 -4.891 0.188 -0.022 0.388
O 18.056 -6.518 -4.329 -0.134 0.373 -0.144
O -20.827 5.485 -1.216 0.085 0.396 0.006
O -17.406 7.103 -1.35 -0.127 0.494 -0.466
O -24.683 -7.847 -5.351 0.07 0.162 0.269
O -25.373 -7.604 25.976 -0.109 0.527 0.43
O 11.601 -3.545 -5.243 -0.539 0.209 -0.319
O -4.898 -5.172 -3.328 0.295 0.241 -0.083
O -7.459 -1.532 -5.902 0.212 -0.071 -0.083
O 15.044 -2.52 25.576 -0.194 -0.021 0.3
O -23.161 1.579 -1.541 -0.256 0.059 -0.675
O 17.822 -6.589 -7.109 0.021 0.626 -0.144
O -25.484 -6.077 -1.325 -0.443 -0.131 -0.11
O 31.334 6.591 -4.462 -0.254 -0.24 0.14
O -10.677 3.76 24.613 -0.076 0.429 -0.121
O -22.774 1.762 23.113 0.427 0.083 -0.067
O -9.754 -7.235 22.989 -0.073 -0.559 0.171
O -21.215 -6.493 -1.028 0.113 0.273 0.011
O -3.59 1.519 -6.123 -0.31 -0.068 0.487
O -10.934 -5.409 -0.351 -0.029 0.048 -0.651
O -6.547 -3.424 22.991 -0.017 -0.167 0.478
O -13.647 5.359 22.13 -0.05 0.042 0.34
O -14.676 -6.184 25.973 -0.219 0.078 0.02
O 28.306 5.32 -6.243 0.329 0.317 0.354
O -18.979 5.447 22.135 -0.017 -0.054 0.45
O 19.917 -3.501 25.409 0.08 -0.415 0.793
O 28.32 7.577 25.278 0.558 -0.036 -0.212
O -23.259 -4.553 -1.269 0.531 0.06 -0.43
O -14.429 3.637 -1.62 -0.153 0.227 -0.345
O -17.451 1.975 23.118 -0.322 0.278 0.313
O -19.228 -7.992 -0.221 -0.131 -0.123 -0.136
O -11.141 -0.938 24.655 -0.075 0.204 -0.342
O 24.499 -2.739 -0.323 0.079 -0.102 -0.256
O -12.958 3.399 25.635 -0.442 -0.122 -0.243
O 16.718 0.357 -5.892 0.653 -0.22 -0.086
O -8.158 -5.348 22.149 -0.033 -0.037 0.461
O -15.192 0.848 23.508 0.306 -0.089 -0.512
O -12.017 -7.762 -3.593 0.053 0.161 -0.083
O -7.489 1.485 -1.099 0.036 -0.185 -0.562
O 4.939 0.97 25.188 0.122 0.14 -0.342
O -9.195 3.46 -1.17 0.214 0.242 -0.481
O -22.364 5.272 -3.386 -0.175 -0.079 -0.066
O -24.582 6.201 26.135 -0.098 -0.458 0.3
O -11.293 -2.703 -2.773 0.086 -0.066 -0.079
O -2.275 -2.061 -5.648 -0.054 -0.065 -0.071
O -9.436 -2.071 23.125 0.212 -0.35 -0.19
O -4.984 -3.805 25.037 0.64 -0.38 0.112
O -12.283 5.962 25.61 0.35 -0.176 0.148
O 25.825 5.802 -5.619 -0.318 -0.136 -0.059
O -28.775 -0.917 -2.435 -0.525 -0.172 0.106
O -14.63 -1.384 -1.627 0.065 -0.488 -0.247
O 0.7 5.467 -3.135 0.38 0.38 -0.599
O -16.066 -4.235 -4.531 -0.225 -0.044 -0.046
O -27.388 1.029 -3.743 0.263 0.39 0.253
O -2.072 1.508 25.381 0.037 0.277 0.298
O 9.852 -3.572 23.196 -0.295 -0.09 0.344
O -15.703 5.675 -5.061 0.254 -0.274 -0.528
O 4.73 -3.408 -5.779 -0.051 0.055 -0.058
O -18.357 -4.579 22.946 -0.056 0.281 0.077
O 22.303 -6.996 -1.395 0.001 -0.206 -0.356
O -13.642 -5.508 22.069 -0.182 0.204 0.619
O -25.487 -3.196 -5.465 0.353 -0.039 -0.685
O -26.939 7.483 -6.239 0.053 -0.552 -0.021
O -23.508 -0.97 -5.662 0.201 -0.431 -0.057
O -14.765 5.054 26.032 -0.205 0.499 -0.083
O -18.017 1.284 -1.455 0.36 -0.069 -0.58
O 20.176 0.902 23.038 0.484 0.118 0.35
O -0.868 6.083 -1.027 0.078 -0.158 0.13
O -24.489 0.067 22.129 -0.051 -0.03 0.385
O -20.709 -1.83 -5.7 0.295 0.332 0.118
O -30.699 -4.743 -6.421 0.039 -0.396 -0.149
O -19.048 0.073 22.231 -0.163 -0.022 0.571
O -20.609 1.278 -2.235 -0.252 0.035 -0.133
O -19.881 4.755 25.431 0.119 -0.241 -0.15
O -18.792 2.405 -3.611 0.44 -0.112 -0.192
O -17.083 7.029 22.937 0.344 -0.153 0.194
O -26.838 5.249 -0.432 0.131 0.063 -0.58
O 0.14 -6.069 -3.645 -0.039 0.247 0.3
O -20.354 -6.413 23.128 -0.34 0.105 0.226
O -31.891 1.839 24.834 -0.127 -0.319 -0.053
O 29.639 -7.818 -3.929 -0.246 -0.295 -0.027
O 24.596 -7.944 -3.396 -0.219 0.19 -0.29
O 9.076 6.029 -4.759 0.611 0.349 0.145
O 27.189 -0.055 -0.428 0.145 -0.05 -0.488
O -8.845 -1.679 25.72 -0.328 0.512 0.17
O -11.888 -3.784 22.906 0.031 0.255 0.17
O -19.425 -1.61 -1.242 0.312 0.063 -0.039
O 21.082 2.674 -3.651 -0.653 0.262 0.114
O -22.463 -2.709 -3.999 -0.063 -0.485 0.364
O 1.977 -7.977 -3.945 0.024 0.249 -0.027
O -8.636 5.711 24.991 -0.243 0.31 0.275
O -12.223 2.56 -0.964 0.286 0.516 0.092
O -8.846 -6.421 25.335 0.246 0.33 0.027
O -22.366 -1.771 25.262 -0.25 0.116 -0.41
O 21.271 7.358 -5.725 -0.138 0.158 -0.122
O -11.337 -5.844 24.539 -0.167 -0.217 0.005
O 22.464 -1.809 -4.453 0.546 0.662 -0.084
O -15.243 6.036 -2.482 0.537 0.059 0.057
O -16.065 8.059 25.118 -0.176 -0.411 0.54
O -12.129 -1.721 -5.85 0.419 -0.152 0.025
O -23.939 -5.798 24.71 0.289 -0.054 0.107
O -30.23 -2.216 -6.814 0.359 0.471 -0.122
O -13.932 -3.62 -6.154 -0.219 -0.248 -0.107
O 25.58 -5.587 -3.978 -0.144 -0.039 -0.383
O -22.464 -0.162 -3.356 0.345 0.171 -0.236
O -12.175 0.968 -5.482 -0.164 -0.139 -0.416
O -8.997 1.664 -3.123 0.132 -0.186 -0.293
O -16.4 -5.419 -0.522 -0.002 -0.113 -0.501
O -20.928 -4.444 -5.293 -0.059 -0.213 -0.388
O -15.891 0.09 -3.529 -0.422 0.456 0.094
O 22.336 7.279 -2.739 -0.022 -0.421 -0.474
O -28.95 6.65 -3.965 0.124 -0.591 -0.537
O -17.953 -7.009 23.823 0.092 -0.353 0.369
O -8.275 3.146 25.167 0.142 -0.2 -0.35
O -10.597 -3.45 25.108 0.344 -0.29 0.642
O 17.315 7.672 -5.529 -0.101 -0.311 -0.51
O -20.908 4.043 23.097 -0.396 -0.422 0.098
O -19.948 -2.967 -3.387 -0.194 -0.226 0.089
O -12.914 -4.039 -1.308 -0.33 0.285 -0.035
O -23.745 1.202 25.512 -0.162 -0.106 0.301
O -19.913 -6.807 -5.942 0.658 -0.52 0.05
O -22.01 7.958 22.144 0.159 -0.132 0.546
O -15.831 2.587 25.268 0.135 -0.312 0.232
O -15.506 -7.161 22.866 0.029 -0.02 0.338
O 21.839 0.767 -6.811 -0.141 0.031 0.321
O 26.908 7.425 22.987 0.266 0.123 0.247
O 7.487 5.491 25.45 0.198 -0.48 0.186
O -11.854 6.916 23.133 0.2 0.057 -0.015
O -26.992 6.8 25.369 0.163 -0.478 -0.318
O 15.924 -1.894 -6.923 0.662 -0.301 -0.154
O -16.754 -6.082 -6.199 -0.076 -0.221 -0.174
O -25.071 1.631 -4.798 0.019 -0.136 0.363
O -16.367 -2.87 22.233 0.083 0.1 0.467
O 26.767 0.323 25.615 -0.713 -0.1 -0.105
O -21.494 7.647 -2.577 0.165 0.078 -0.618
O -24.255 -3.432 25.72 -0.653 -0.111 0.254
O -8.6 -4.009 -6.132 -0.41 -0.289 0.243
O -10.68 2.793 21.847 -0.002 0.005 0.008
O 8.726 3.448 24.387 -0.16 0.074 0.337
O -18.118 -3.79 -1.572 0.34 -0.217 -0.419
O -13.768 -3.307 -3.614 -0.057 0.496 0.082
O -19.474 3.347 -1.128 0.339 0.286 0.199
O -9.633 6.645 -5.8 0.26 -0.059 -0.109
O 28.566 1.909 24.521 0.65 -0.218 -0.003
O -26.53 -1.313 -1.277 0.021 0.561 -0.341
O 1.5 -7.06 -1.547 0.409 0.023 -0.407
O -5.906 5.731 -0.98 0.04 -0.21 0.071
O 29.647 -2.953 -3.592 0.384 0.301 -0.504
O -27.391 -2.307 25.231 0.301 0.595 0.282
O -13.152 6.146 -4.014 0.111 -0.3 -0.27
O 18.481 3.024 25.513 0.118 0.629 0.08
O 13.609 -6.848 -6.955 -0.686 0.015 0.155
O -17.724 3.975 -5.354 0.287 -0.47 -0.579
O -1.176 1.759 -4.818 -0.086 0.424 0.337
O -24.793 -4.665 -3.395 -0.05 0.41 0.07
O 4.33 -1.42 24.339 0.073 -0.105 -0.099
O -30.29 -6.196 25.413 -0.09 -0.239 -0.228
O -15.53 -3.716 26.21 -0.217 -0.319 -0.094
O 24.769 -2.142 24.855 0.035 0.352 0.339
O -17.628 -1.813 -3.253 0.345 0.199 0.146
O 3.947 6.468 -1.688 -0.433 0.186 -0.166
O -8.914 -2.536 -3.956 0.04 -0.184 -0.148
O 28.786 1.47 -6.332 0.371 -0.049 0.501
O 12.055 3.863 23.254 -0.18 0.017 0.212
O -24.117 -5.39 -5.84 0.228 0.545 -0.18
O 26.827 3.296 -5.692 -0.271 -0.154 0.307
O -4.42 -1.911 23.147 0.062 0.057 0.301
O 4.63 -6.033 -3.564 -0.159 -0.201 0.144
O -11.431 1.373 25.754 0.481 0.06 0.431
O -2.713 -0.931 25.922 -0.334 -0.33 -0.315
O 17.85 0.927 24.22 -0.463 -0.399 0.281
O 15.131 -0.007 24.858 0.175 -0.064 -0.128
O 28.742 -5.417 -3.997 -0.02 -0.217 -0.206
O 2.636 -5.456 22.165 0.076 -0.121 0.5
O -27.8 2.212 22.637 -0.239 0.184 0.123
O -24.759 -1.512 -3.522 -0.019 0.034 0.548
O -7.753 7.497 -1.163 -0.436 -0.043 -0.034
O 25.884 3.783 -2.176 0.081 -0.613 0.149
O -32.609 -7.433 25.146 -0.472 -0.357 0.316
O -0.341 7.856 -2.816 -0.297 0.221 0.002
O -22.414 -7.384 -6.547 -0.113 -0.202 0.136
O 11.371 1.843 -2.314 -0.264 -0.624 0.167
O 1.288 1.254 -5.828 0.227 -0.297 -0.127
O 6.508 -2.096 23.091 0.416 -0.001 0.411
O -10.772 8.055 25.186 0.351 -0.255 0.284
O 11.667 0.085 -6.75 -0.145 -0.119 -0.504
O -27.993 3.722 24.739 0.064 0.424 -0.135
O -24.542 3.61 -6.547 -0.297 -0.226 -0.43

Results
total energy: -406622.806 eV
total energy less fixed offsets of O -438.25, Si -107.07 eV per atom: -10.006 eV
